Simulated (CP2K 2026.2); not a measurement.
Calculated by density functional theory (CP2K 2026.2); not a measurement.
Periodic cell of 1982 atoms, Si1440O542, from a study of silicon, its oxide and their interface. The atomic structure is a simulated model.
Doubt: the forces sum to 5.20 eV/angstrom along one axis rather than to zero, so they err by at least 0.0026 eV/angstrom per atom on average; the grid cutoff is modest.

Settings
functional: PBE
method: Gaussian and plane waves
basis set: DZVP-MOLOPT-SR-GTH
pseudopotentials: GTH-PBE
grid cutoff: 350 Ry, relative cutoff 50 Ry
k points: Gamma only
occupations: fixed
spin: none
net charge: 0

Cell vectors (angstrom)
a	65.28	0	0
b	0	16.32	0
c	-3.8171	-3.6262	33.4435

Atoms and the computed forces on them: element, x, y, z (angstrom), force x, y, z (eV/angstrom)
Si	2.417	15.414	2.454	0.283	0.409	0.402
Si	4.776	16.064	0.596	0.073	-0.057	0.038
Si	2.341	6.562	1.691	0.056	-0.002	0.249
Si	4.449	11.468	1.143	-0.365	0.334	0.348
Si	1.553	9.219	2.787	-0.208	0.207	0.603
Si	3.605	12.58	2.987	0.395	-0.422	-0.047
Si	6.764	14.941	2.761	0.051	-0.132	0.59
Si	9.084	1.473	3.337	0.041	0.132	0.735
Si	6.823	3.465	2.668	-0.029	-0.079	0.021
Si	9.993	6.167	3.139	0.061	-0.024	0.189
Si	6.894	9.903	2.455	0.296	-0.35	0.62
Si	9.955	11.912	3.033	-0.03	-0.088	0.013
Si	12.524	14.459	2.874	0.244	-0.216	0.548
Si	15.15	1.021	2.836	-0.04	0.017	0.702
Si	11.804	4.431	3.031	-0.255	0.261	0.327
Si	15.01	6.418	2.862	0.253	-0.252	0.371
Si	11.476	9.995	2.791	0.018	-0.012	0.024
Si	14.287	12.797	2.731	-0.069	0.021	-0.017
Si	17.374	15.114	2.706	0.084	-0.053	0.513
Si	20.724	1.01	2.758	-0.016	0.014	-0.02
Si	18.98	5.619	3.97	0.302	0.165	0.423
Si	19.857	7.447	2.83	-0.033	0.039	-0.019
Si	18.098	9.067	2.877	0.119	-0.079	0.594
Si	20.543	12.111	2.633	-0.443	0.379	0.097
Si	22.458	15.569	2.63	-0.146	0.131	0.541
Si	25.277	1.898	2.617	-0.051	0.076	0.619
Si	23.546	3.504	2.894	-0.003	-0.052	0.001
Si	26.081	6.557	2.689	0.008	0.104	0.702
Si	22.824	9.922	2.58	0.168	-0.083	0.687
Si	26.167	11.973	2.878	-0.05	0.045	-0.007
Si	28.943	14.79	2.607	-0.209	0.023	0.758
Si	31.858	1.103	2.921	0.014	-0.273	0.495
Si	28.341	4.357	2.366	0.191	-0.214	0.656
Si	31.989	6.063	2.452	-0.004	0.014	-0.015
Si	27.827	10.233	2.478	0.036	-0.12	0.021
Si	31.136	12.59	2.575	0.101	-0.188	0.769
Si	33.518	15.67	2.772	-0.138	0.074	0.61
Si	37.252	1.142	2.752	-0.306	0.111	0.708
Si	33.598	4.278	2.817	-0.018	-0.027	-0.021
Si	36.43	7.025	2.411	0.239	-0.287	0.764
Si	34.245	9.298	2.533	-0.144	0.179	0.738
Si	37.335	11.601	2.438	0.014	0.023	0.034
Si	39.319	15.131	2.912	-0.007	-0.167	0.705
Si	41.897	1.52	2.849	0.211	-0.022	0.7
Si	39.704	3.721	2.789	-0.085	0.234	0.611
Si	42.479	6.673	2.77	-0.187	0.075	0.683
Si	39.202	9.82	2.554	-0.244	0.209	0.342
Si	42.502	11.851	2.774	-0.012	0.175	0.658
Si	45.185	14.766	2.738	-0.198	0.117	0.684
Si	49.065	2.588	4.056	-0.363	-0.451	0.415
Si	44.494	4.301	2.447	-0.176	-0.382	0.686
Si	49.317	8.488	2.147	-0.055	-0.263	0.678
Si	44.845	9.757	2.834	0.434	-0.291	0.131
Si	47.461	12.59	2.82	0.089	-0.116	0.616
Si	50.264	15.361	2.925	-0.218	0.287	0.334
Si	53.332	2.129	2.89	0.006	-0.183	0.816
Si	51.167	4.401	2.622	0.018	0.609	-0.054
Si	53.295	7.082	3.044	0.22	-0.097	0.538
Si	51.9	9.833	2.24	0.187	0.422	0.548
Si	54.6	12.877	2.019	-0.111	0.109	0.616
Si	57.19	14.612	1.39	0.001	0.026	0.151
Si	58.784	2.094	2.821	-0.287	0.221	0.484
Si	55.34	5.676	1.226	-0.093	-0.045	0.038
Si	57.491	7.887	1.716	0.188	0.181	0.06
Si	55.909	10.132	2.791	-0.056	-0.143	0.675
Si	59.251	12.932	2.901	0.312	0.432	0.398
Si	62.792	0.052	2.171	-0.456	0.386	0.114
Si	64.303	1.93	2.14	0.348	-0.273	0.439
Si	62.572	4.365	1.545	-0.088	0.154	0.03
Si	64.521	6.649	1.376	-0.022	0.123	0.189
Si	61.418	10.716	2.556	0.4	0.12	0.508
Si	64.977	14.335	2.201	-0.078	-0.298	0.638
Si	3.111	0.409	4.278	-0.002	0.108	-0.093
Si	4.809	2.182	4.301	-0.147	-0.267	0.402
Si	2.004	4.815	4.162	-0.257	-0.153	0.525
Si	6.054	7.938	3.582	0.547	0.207	0.18
Si	2.526	10.881	4.163	0.011	-0.101	-0.003
Si	5.374	13.599	4.144	0.078	0.014	-0.058
Si	7.902	-0.14	4.418	0.003	-0.052	-0.013
Si	10.771	2.752	4.329	-0.02	-0.015	-0.033
Si	8.295	5.305	4.56	0.487	0.392	0.077
Si	10.768	8.153	4.196	-0.029	-0.003	-0.082
Si	8.143	10.95	4.158	-0.008	0.024	-0.017
Si	10.919	13.552	4.313	0.074	0.097	0.049
Si	13.541	-0.119	4.09	-0.049	-0.017	-0.033
Si	16.132	2.71	4.154	-0.012	-0.051	-0.06
Si	13.466	5.449	4.318	-0.036	0.036	-0.013
Si	16.244	8.1	4.002	-0.026	-0.025	-0.012
Si	13.387	10.939	3.934	-0.002	-0.022	-0.051
Si	16.115	13.622	4.028	0.043	-0.008	-0.074
Si	18.966	0.011	3.986	-0.003	0.019	-0.002
Si	21.777	2.606	4.129	-0.022	0.018	0.056
Si	16.499	4.509	2.675	-0.43	0.154	0.555
Si	21.723	8.325	3.93	0.02	-0.035	-0.038
Si	19.029	10.901	4.023	0.01	-0.006	-0.005
Si	21.658	13.721	3.937	0.043	0.049	-0.031
Si	24.347	0.085	3.838	0.009	0.005	-0.075
Si	27.174	2.775	3.755	-0.004	0.015	-0.07
Si	24.504	5.368	3.968	-0.013	0.041	-0.036
Si	27.191	8.298	3.824	-0.023	-0.005	0.019
Si	24.415	10.946	4.001	-0.049	-0.045	-0.025
Si	27.312	13.678	3.966	0.068	0.059	-0.069
Si	30.028	0.051	3.94	0.013	0.007	-0.036
Si	32.707	2.747	4.323	0.003	-0.071	0.108
Si	30.033	5.389	3.708	-0.004	0.002	0.004
Si	32.684	8.013	3.724	0.025	-0.011	-0.007
Si	29.833	10.947	3.695	0.009	0.049	-0.033
Si	32.69	13.749	3.907	0.029	0.012	-0.061
Si	35.44	0.101	3.921	0.007	-0.051	-0.019
Si	38.249	2.635	4.24	0.035	-0.019	-0.03
Si	35.405	5.396	3.831	0.01	0.03	-0.072
Si	38.078	8.13	3.789	-0.013	0.013	-0.032
Si	35.52	10.826	3.823	0.005	0.016	-0.068
Si	38.108	13.406	3.901	-0.005	0.003	-0.007
Si	40.81	0.005	4.252	0.003	0.022	-0.043
Si	43.573	2.75	3.988	-0.007	0.057	-0.106
Si	40.854	5.437	3.946	0.022	-0.006	-0.017
Si	43.701	8.147	4.122	-0.046	-0.023	-0.008
Si	40.843	10.773	4.019	-0.022	0.014	0.014
Si	43.596	13.567	4.019	0.007	-0.004	-0.006
Si	46.455	-0.048	4.032	0.042	0.031	-0.029
Si	48.384	0.666	2.782	0.15	-0.095	0.681
Si	46.581	5.587	4.274	-0.218	-0.168	0.774
Si	48.796	7.836	4.286	0.382	0.392	0.005
Si	46.357	10.964	4.169	0.04	0.036	-0.019
Si	49.11	13.686	4.14	0.028	0.03	-0.025
Si	51.964	0.285	4.057	0.098	0.093	0.026
Si	54.834	3.148	4.44	0.059	-0.047	-0.012
Si	51.997	5.646	4.373	0	0.032	-0.065
Si	54.768	8.421	4.182	0.079	0.118	0.063
Si	52.301	11.221	4.201	0.001	0.042	-0.106
Si	53.964	13.077	4.258	-0.029	-0.055	0.044
Si	57.477	0.312	3.898	0.168	0.289	0.511
Si	60.104	3.061	4.515	0.027	0.017	0.001
Si	56.731	4.808	4.424	-0.024	0.087	0.097
Si	59.718	8.387	3.963	0.009	-0.102	0.699
Si	57.157	11.113	4.446	-0.274	-0.335	0.138
Si	60.361	14.204	4.453	0.005	0.054	0.004
Si	62.026	-0.386	4.359	-0.056	-0.057	0.025
Si	0.234	2.982	4.068	-0.002	0.007	0.013
Si	61.748	4.847	4.303	-0.025	-0.126	0.58
Si	-0.188	8.152	3.967	0.312	0.322	0.322
Si	62.872	11.437	4.263	0.01	0.016	-0.05
Si	64.616	13.186	4.231	-0.038	-0.045	-0.062
Si	1.306	1.388	5.473	0.031	0.01	-0.013
Si	3.827	3.979	5.466	-0.001	-0.021	-0.004
Si	1.089	6.681	5.378	0.05	-0.023	-0.021
Si	3.94	9.489	5.399	-0.228	0.265	0.45
Si	1.105	12.197	5.476	-0.001	0.039	-0.006
Si	4.059	14.985	5.557	0.007	-0.015	0.034
Si	6.544	1.261	5.67	-0.01	0.117	0.008
Si	9.576	3.976	5.881	0.05	-0.043	-0.003
Si	6.891	6.847	5.521	0.015	0.092	-0.016
Si	9.37	9.474	5.539	0	-0.031	-0.015
Si	6.724	12.236	5.502	0.019	0.006	0.012
Si	9.447	14.877	5.581	-0.029	-0.013	0.03
Si	12.185	1.274	5.462	0.043	0.019	-0.015
Si	14.786	3.979	5.583	0.012	0.048	0.003
Si	12.195	6.912	5.608	-0.04	-0.027	-0.02
Si	14.849	9.547	5.265	-0.003	0	-0.041
Si	12.241	12.176	5.611	0.013	-0.031	-0.032
Si	14.905	14.953	5.53	-0.01	-0.035	-0.021
Si	17.677	1.435	5.378	0.015	-0.038	0.004
Si	20.356	4.125	5.246	-0.045	-0.004	-0.012
Si	17.558	6.77	5.461	0.065	-0.01	-0.056
Si	20.402	9.594	5.422	-0.056	-0.038	-0.017
Si	17.564	12.239	5.301	0.039	0.032	-0.002
Si	20.27	14.95	5.381	-0.002	-0.008	-0.002
Si	23.129	1.297	5.473	0.006	0.007	-0.023
Si	25.919	4.083	5.315	-0.017	-0.048	-0.015
Si	23.083	6.818	5.201	-0.005	0.038	-0.027
Si	25.767	9.496	5.289	0.015	-0.005	-0.037
Si	23.084	12.378	5.298	-0.026	-0.001	0.027
Si	25.805	15.035	5.167	-0.05	-0.013	0.012
Si	28.533	1.405	5.163	0	0.016	-0.014
Si	31.167	4.1	5.372	-0.014	0.045	-0.051
Si	28.685	6.889	5.092	-0.011	-0.04	-0.074
Si	31.254	9.475	5.009	-0.025	0.019	-0.049
Si	28.636	12.265	5.292	0.019	0.005	-0.022
Si	31.339	15.008	5.367	0.032	0.013	-0.037
Si	34.203	1.404	5.471	0.016	-0.028	-0.027
Si	36.77	4.098	5.301	-0.02	-0.004	0.031
Si	34.046	6.774	5.234	0.019	-0.012	0.011
Si	36.774	9.463	5.278	-0.008	-0.008	0.008
Si	34.111	12.274	5.124	-0.005	-0.026	-0.003
Si	36.726	14.87	5.239	0.042	0.077	-0.053
Si	39.522	1.325	5.65	0.001	-0.014	0.041
Si	42.211	4.091	5.389	0.008	0.001	0.004
Si	39.452	6.806	5.241	0.015	0.041	0.011
Si	42.209	9.446	5.413	0.037	-0.008	0.039
Si	39.537	12.214	5.358	-0.016	0.017	-0.022
Si	42.263	14.924	5.416	0.011	-0.007	0.027
Si	45.017	1.38	5.31	0.01	-0.025	-0.016
Si	47.735	3.963	5.492	0.03	0.019	-0.042
Si	45.007	6.807	5.533	-0.003	-0.044	-0.024
Si	47.679	9.524	5.498	-0.02	0.009	0.002
Si	44.944	12.281	5.497	-0.007	0.012	0.031
Si	47.701	14.954	5.545	0.002	0.037	0.017
Si	50.504	1.424	5.527	-0.042	0.03	-0.063
Si	53.202	4.196	5.738	-0.017	0.007	0
Si	50.413	6.804	5.622	0.017	-0.003	0.004
Si	53.236	9.569	5.604	0.01	-0.011	0.002
Si	50.468	12.217	5.397	-0.007	-0.043	0.004
Si	53.058	14.967	5.397	0.05	0.029	-0.027
Si	55.878	1.324	5.463	0.056	-0.035	0.002
Si	58.414	4	5.826	0.002	-0.017	0.033
Si	55.905	6.81	5.505	0.005	-0.103	-0.032
Si	58.503	9.598	5.592	0.015	-0.055	-0.083
Si	55.635	12.281	5.726	-0.046	0.007	-0.008
Si	58.516	15.168	5.529	-0.074	0.013	-0.048
Si	61.137	1.34	5.689	-0.031	-0.009	0.021
Si	63.758	4	5.384	0.032	0.037	0.011
Si	60.921	6.796	5.374	0.029	0.018	-0.045
Si	63.805	9.558	5.401	-0.069	0.013	-0.028
Si	61.257	12.407	5.686	0.044	-0.03	0.005
Si	63.732	14.885	5.614	0.031	0.064	-0.024
Si	-0.067	-0.021	6.793	0.006	0.007	0.014
Si	2.574	2.695	6.97	-0.053	-0.023	-0.001
Si	-0.245	5.412	6.826	-0.004	-0.03	-0.025
Si	2.573	8.055	6.709	0.019	0.008	0
Si	-0.113	10.799	6.896	0.02	-0.021	0
Si	2.57	13.588	6.763	0.028	-0.037	-0.014
Si	5.313	-0.089	7.079	0.015	0.012	0.002
Si	8.012	2.626	6.966	-0.027	-0.048	-0.013
Si	5.324	5.432	6.682	-0.01	-0.037	0.008
Si	8.091	8.186	6.98	0.002	-0.05	0.052
Si	5.347	10.816	6.796	-0.049	-0.036	-0.033
Si	8.085	13.532	6.919	-0.015	-0.026	0.002
Si	10.811	-0.036	6.867	0.011	-0.021	-0.003
Si	13.476	2.624	6.912	-0.033	0.019	0.021
Si	10.895	5.508	7.011	-0.016	0.064	-0.015
Si	13.614	8.243	6.84	0.051	0.007	0.001
Si	10.806	10.816	6.872	-0.011	0.03	-0.047
Si	13.593	13.572	6.905	0.025	0.011	-0.001
Si	16.316	0.046	6.767	-0.019	0.039	-0.019
Si	19.051	2.776	6.705	0.036	0.016	0.012
Si	16.232	5.388	6.82	0.026	-0.019	0.002
Si	19.003	8.172	6.721	0.001	0.003	-0.011
Si	16.239	10.865	6.679	-0.026	-0.009	0.008
Si	18.932	13.576	6.711	0.011	-0.004	0.013
Si	21.71	-0.056	6.742	0.028	-0.015	0
Si	24.538	2.725	6.69	0.019	-0.004	0.008
Si	21.735	5.473	6.609	0.006	-0.012	0.016
Si	24.44	8.134	6.633	-0.034	0.011	0.035
Si	21.768	10.976	6.705	0.003	0.009	0.005
Si	24.502	13.679	6.621	0.013	-0.016	0.011
Si	27.186	0.042	6.552	-0.006	0.004	0.012
Si	29.837	2.71	6.659	0.003	-0.012	0.018
Si	27.297	5.515	6.547	0.034	0.037	-0.015
Si	29.981	8.199	6.539	-0.005	-0.018	0.029
Si	27.197	10.89	6.583	0.021	0.012	-0.028
Si	29.981	13.603	6.672	-0.029	0.027	0.008
Si	32.733	0.023	6.701	-0.012	0.005	0.039
Si	35.49	2.784	6.783	-0.001	0.006	0.032
Si	32.646	5.457	6.622	0.006	0.02	-0.033
Si	35.388	8.129	6.633	0.046	-0.011	0.002
Si	32.671	10.863	6.409	-0.003	-0.012	0.024
Si	35.385	13.564	6.643	-0.031	0.038	-0.012
Si	38.07	-0.115	6.746	-0.022	-0.006	-0.011
Si	40.911	2.755	6.845	0	0.021	0.001
Si	38.124	5.466	6.657	0.007	-0.01	0.01
Si	40.815	8.099	6.714	0.002	-0.011	0.009
Si	38.142	10.832	6.666	-0.002	-0.022	-0.034
Si	40.873	13.573	6.755	-0.013	0.003	-0.011
Si	43.645	0.01	6.72	0.012	0.034	-0.013
Si	46.29	2.692	6.813	-0.007	0.011	0.014
Si	43.569	5.432	6.79	-0.003	-0.015	0.002
Si	46.317	8.196	6.893	-0.004	-0.022	0.027
Si	43.558	10.861	6.781	-0.004	0.023	-0.036
Si	46.309	13.613	6.877	0.01	-0.016	0
Si	49.069	0.046	6.853	-0.044	-0.025	0.006
Si	51.774	2.782	6.954	-0.001	-0.041	0.023
Si	49.059	5.365	6.897	-0.052	-0.005	0.033
Si	51.767	8.229	6.906	-0.007	0.029	0.023
Si	49.082	10.893	6.802	0.009	-0.031	0.031
Si	51.698	13.645	6.838	0.001	0.004	-0.018
Si	54.464	-0.04	6.8	0.004	0.012	-0.008
Si	57.108	2.576	7.073	-0.008	-0.029	-0.015
Si	54.509	5.594	7.025	0.051	-0.003	0.017
Si	57.201	8.155	6.943	0.04	0.009	-0.025
Si	54.433	10.871	7.116	0.001	-0.004	-0.039
Si	57.11	13.735	6.855	0.044	0.028	0.005
Si	59.752	0.082	7.075	0.024	-0.011	0.006
Si	62.582	2.669	6.934	0.004	0.026	-0.009
Si	59.728	5.531	6.992	0.001	0.026	-0.028
Si	62.391	8.156	6.723	0.005	0.009	-0.018
Si	59.848	10.977	6.915	-0.011	0.034	0.053
Si	62.53	13.633	7.16	-0.006	0.012	-0.003
Si	1.388	-1.346	19.012	0.007	0.01	-0.026
Si	4.107	1.368	19.121	-0.012	0.002	-0.001
Si	1.416	4.092	19.077	0.004	0.005	0.003
Si	4.149	6.831	19.13	-0.032	0.009	0.01
Si	1.39	9.495	19.083	-0.006	0.023	0.006
Si	4.12	12.167	19.056	-0.009	0.005	-0.021
Si	6.82	-1.404	19.052	-0.022	-0.011	-0.013
Si	9.591	1.385	19.027	0.012	0.033	0.004
Si	6.837	4.087	19.118	0.002	0.015	0.017
Si	9.503	6.747	19.059	-0.017	-0.016	-0.004
Si	6.846	9.469	19.149	-0.039	0.029	0.009
Si	9.523	12.207	19.092	0	-0.047	0.002
Si	12.279	-1.381	18.958	0.016	-0.019	-0.004
Si	15.013	1.321	18.933	-0.005	-0.015	0.013
Si	12.231	4.03	18.999	0.013	-0.034	0.002
Si	15.028	6.768	18.858	-0.008	0.005	-0.029
Si	12.239	9.501	18.931	0.017	-0.001	-0.025
Si	15.05	12.255	18.918	0.022	0	0.009
Si	17.718	-1.402	18.923	-0.031	0.001	0.047
Si	20.559	1.386	18.869	0.009	-0.011	-0.017
Si	17.802	4.114	18.857	-0.028	-0.019	-0.006
Si	20.53	6.828	18.922	0.03	0.017	0.002
Si	17.779	9.516	18.878	0.005	-0.003	-0.004
Si	20.489	12.226	18.896	-0.013	-0.002	-0.01
Si	23.182	-1.37	18.943	-0.022	0.013	0.008
Si	25.903	1.338	18.938	0.026	-0.007	-0.005
Si	23.192	4.061	18.921	-0.009	-0.005	-0.001
Si	25.912	6.795	18.914	0.008	0.027	0
Si	23.178	9.508	18.948	-0.007	-0.006	0.001
Si	25.87	12.223	18.904	-0.012	-0.009	0.016
Si	28.576	-1.296	18.885	0.016	0	-0.01
Si	31.298	1.371	18.939	-0.007	-0.008	0.007
Si	28.568	4.085	18.938	0.01	0.024	0.022
Si	31.15	6.738	18.807	-0.04	-0.013	0
Si	28.541	9.488	18.88	-0.045	0.003	0.024
Si	31.286	12.29	18.804	-0.022	-0.002	-0.025
Si	33.964	-1.369	18.883	-0.001	-0.001	-0.008
Si	36.678	1.355	18.955	0.012	0.013	-0.017
Si	33.956	4.08	18.982	-0.014	0.008	0.011
Si	36.618	6.803	19	-0.024	0	-0.004
Si	33.893	9.531	18.764	0.003	0.005	0.012
Si	36.637	12.266	18.827	-0.002	-0.003	0.007
Si	39.36	-1.314	18.871	0.006	0.053	-0.014
Si	42.093	1.366	19	-0.006	-0.037	0.005
Si	39.344	4.071	19.029	-0.001	-0.013	0.016
Si	42.024	6.768	19.06	-0.003	0.018	0.005
Si	39.315	9.507	19.016	0.005	0.033	-0.005
Si	42.015	12.209	19.052	-0.034	0.012	0.028
Si	44.829	-1.379	19.081	0.035	-0.028	0.029
Si	47.596	1.394	19.196	-0.026	0.029	0.009
Si	44.835	4.107	19.115	0.023	0.028	-0.001
Si	47.533	6.832	19.217	-0.024	-0.01	-0.009
Si	44.82	9.511	19.117	-0.02	0.015	-0.008
Si	47.516	12.229	19.093	0.006	-0.013	-0.02
Si	50.237	-1.295	19.244	-0.022	0.006	-0.031
Si	52.999	1.452	19.195	0.023	0.008	-0.025
Si	50.264	4.151	19.255	0.037	0.006	0.01
Si	52.998	6.881	19.299	-0.021	0.022	0.015
Si	50.301	9.523	19.252	-0.012	0.024	-0.01
Si	52.959	12.252	19.238	-0.031	0.003	-0.005
Si	55.697	-1.381	19.093	-0.045	0.016	0.008
Si	58.426	1.39	19.123	0.023	0.005	-0.006
Si	55.734	4.115	19.306	0.006	-0.02	0.005
Si	58.471	6.839	19.233	0.013	-0.049	-0.013
Si	55.734	9.582	19.252	-0.035	-0.003	0.006
Si	58.528	12.308	19.18	0.01	0.009	0.004
Si	61.179	-1.391	19.15	-0.011	-0.022	-0.006
Si	-1.33	1.327	19.007	0.038	-0.021	-0.006
Si	61.254	4.133	18.971	0.033	0.005	-0.028
Si	-1.345	6.804	19.093	0.003	0.001	-0.008
Si	61.193	9.529	19.18	0.046	-0.025	0.001
Si	-1.426	12.195	19.118	-0.013	-0.026	0.017
Si	2.7	-0.001	20.433	-0.023	-0.02	-0.009
Si	5.509	2.71	20.486	-0.008	-0.072	-0.006
Si	2.714	5.533	20.434	-0.003	-0.014	-0.031
Si	5.546	8.103	20.593	0.05	-0.012	-0.036
Si	2.857	10.737	20.437	0.007	-0.023	-0.001
Si	5.453	13.54	20.399	-0.004	-0.006	0.003
Si	8.218	0.004	20.312	-0.033	-0.011	-0.072
Si	10.932	2.693	20.483	-0.005	0.01	0.047
Si	8.149	5.459	20.538	-0.028	0.03	0.008
Si	10.913	8.125	20.311	0.011	0.029	-0.018
Si	8.19	10.836	20.521	0.028	0.023	0.044
Si	10.938	13.606	20.356	0.011	0.039	0.002
Si	13.664	-0.066	20.31	0.039	0.019	-0.008
Si	16.401	2.772	20.147	0.01	-0.029	-0.013
Si	13.627	5.457	20.209	-0.018	0.021	-0.004
Si	16.46	8.075	20.162	0.014	0.033	0.017
Si	13.643	10.889	20.181	-0.025	0.019	-0.041
Si	16.379	13.573	20.373	-0.06	-0.006	-0.026
Si	19.191	-0.024	20.106	0.042	0.046	-0.027
Si	21.861	2.724	20.341	-0.03	0.009	-0.012
Si	19.224	5.41	20.237	0.021	0.005	0.013
Si	21.81	8.201	20.368	-0.02	-0.016	0.023
Si	19.098	10.91	20.246	-0.007	0.009	-0.035
Si	21.862	13.526	20.29	-0.014	0.017	0.033
Si	24.527	0.005	20.317	-0.007	-0.019	0.014
Si	27.277	2.677	20.31	0.004	-0.004	0.034
Si	24.563	5.424	20.246	-0.025	-0.04	0.016
Si	27.251	8.12	20.344	0.019	0.013	-0.015
Si	24.586	10.81	20.308	0.02	-0.011	-0.042
Si	27.15	13.707	20.197	0.001	-0.015	0.031
Si	29.965	-0.002	20.303	-0.024	-0.025	-0.002
Si	32.623	2.707	20.37	0.018	-0.006	0.008
Si	29.862	5.476	20.345	0.006	0.027	-0.012
Si	32.457	8.179	20.026	0.005	-0.003	-0.006
Si	29.915	10.934	20.098	0.014	0.012	-0.028
Si	32.56	13.648	20.245	0.002	0.019	-0.002
Si	35.3	-0.021	20.259	0.005	-0.003	0.004
Si	38.027	2.659	20.396	0.011	-0.013	-0.005
Si	35.285	5.436	20.391	0.008	-0.028	-0.025
Si	37.852	8.253	20.391	0.008	0.032	-0.032
Si	35.193	10.934	20.096	-0.002	0.037	-0.035
Si	37.997	13.64	20.159	0.006	0.017	0.048
Si	40.637	0.048	20.297	-0.032	-0.043	-0.035
Si	43.463	2.686	20.376	0.004	0.045	0.025
Si	40.597	5.468	20.448	-0.043	-0.004	0.044
Si	43.416	8.104	20.392	-0.006	-0.014	-0.012
Si	40.647	10.823	20.44	0.025	0.027	0.004
Si	43.36	13.61	20.373	-0.042	-0.002	-0.019
Si	46.273	-0.089	20.462	0.007	0.008	-0.045
Si	48.891	2.805	20.633	0.005	-0.003	0.05
Si	46.141	5.471	20.564	-0.01	-0.028	-0.01
Si	48.934	8.15	20.608	0.01	0.008	-0.017
Si	46.196	10.873	20.489	0.024	0.016	0.062
Si	48.786	13.612	20.491	0.017	0.062	-0.017
Si	51.645	0.118	20.563	-0.008	-0.011	0.032
Si	54.328	2.751	20.662	-0.029	-0.071	0.056
Si	51.591	5.541	20.662	0.001	0.03	-0.015
Si	54.359	8.272	20.677	-0.01	0.008	0.009
Si	51.61	10.91	20.663	0.028	-0.012	0.024
Si	54.33	13.655	20.523	0.015	0.029	0.007
Si	57.081	-0.062	20.412	-0.046	-0.001	0.015
Si	59.899	2.813	20.283	-0.01	-0.064	-0.056
Si	57.139	5.496	20.646	0.01	0.01	0.039
Si	59.879	8.172	20.586	0.012	0.053	0.049
Si	57.197	10.942	20.518	-0.005	-0.013	0.003
Si	59.875	13.62	20.64	0.011	0.033	0.029
Si	62.597	-0.006	20.382	0.011	-0.016	-0.037
Si	0.087	2.622	20.333	0.008	0.017	-0.008
Si	62.603	5.396	20.408	-0.029	-0.008	0.007
Si	-0.047	8.227	20.438	-0.019	-0.017	-0.027
Si	62.538	10.842	20.592	0.024	0.016	-0.012
Si	-0.01	13.622	20.292	0.019	0.037	-0.074
Si	1.324	1.313	21.842	-0.038	-0.039	0.025
Si	4.103	4.166	21.716	0.015	0.08	0.022
Si	1.32	6.933	21.771	0.05	-0.005	0.06
Si	4.206	9.425	21.994	-0.064	0.041	0.124
Si	1.36	12.172	21.457	-0.036	0.022	0.007
Si	4.083	-1.393	21.697	0.062	0.01	-0.045
Si	6.947	1.281	21.786	-0.003	0.007	0.064
Si	9.538	4.107	21.842	0.014	-0.024	-0.002
Si	6.875	6.787	22.112	-0.003	0.031	0.067
Si	9.624	9.398	21.786	-0.066	0.001	0
Si	6.741	12.204	21.848	-0.014	-0.045	-0.041
Si	9.573	-1.298	21.677	0.005	0.002	0.023
Si	12.359	1.233	21.748	0.006	0.032	-0.023
Si	14.99	4.09	21.484	0.026	-0.047	0.03
Si	12.327	6.813	21.621	0.014	-0.018	-0.013
Si	15.039	9.462	21.359	-0.043	-0.024	-0.004
Si	12.354	12.221	21.626	0.054	-0.02	0.007
Si	14.983	-1.396	21.736	-0.046	-0.031	-0.012
Si	17.904	1.452	21.335	0.022	0.015	-0.015
Si	20.561	4.135	21.726	0.021	-0.017	-0.01
Si	17.862	6.753	21.539	-0.069	0.016	0.049
Si	20.367	9.607	21.695	0.016	0.002	0.034
Si	17.772	12.194	21.704	0.044	0.008	-0.017
Si	20.429	-1.407	21.534	-0.079	-0.008	-0.024
Si	23.23	1.382	21.721	0.024	-0.005	-0.036
Si	25.906	4.058	21.615	0.006	0.035	-0.021
Si	23.252	6.792	21.626	0.025	0.051	0.007
Si	25.928	9.462	21.738	-0.013	0.011	0.027
Si	23.238	12.135	21.667	-0.019	0.006	0.031
Si	25.798	-1.389	21.719	-0.012	-0.047	-0.012
Si	28.654	1.326	21.705	0.02	0.017	-0.033
Si	31.225	4.106	21.675	0.013	-0.03	0.023
Si	28.557	6.812	21.846	0.018	-0.002	0.015
Si	31.181	9.526	21.446	-0.048	-0.028	-0.001
Si	28.62	12.379	21.369	0.033	0.007	-0.007
Si	31.301	-1.338	21.722	-0.013	0.036	-0.046
Si	33.967	1.249	21.697	0.001	0	-0.007
Si	36.629	3.955	21.748	-0.045	0.008	0.043
Si	33.789	6.951	21.45	0.001	0.047	0.059
Si	36.395	9.692	21.647	0.026	-0.032	0.101
Si	33.87	12.225	21.518	-0.005	-0.079	0.036
Si	36.66	-1.396	21.581	0.019	-0.01	-0.003
Si	39.364	1.294	21.853	-0.012	0.01	0.025
Si	42.009	4.005	21.671	0.002	0.021	0.027
Si	39.121	6.887	21.798	0.03	-0.051	0.115
Si	42.078	9.416	21.762	-0.055	0.004	0.023
Si	39.16	12.251	21.627	0.003	-0.036	0.023
Si	41.902	-1.334	21.644	-0.003	-0.028	0.007
Si	44.854	1.254	21.67	0.031	0.031	0.11
Si	47.483	4.164	22.011	0.008	0.013	-0.032
Si	44.694	6.802	21.875	-0.004	-0.006	-0.024
Si	47.589	9.537	21.921	0.031	0.028	0.075
Si	44.719	12.245	21.701	0.028	0.013	0.047
Si	47.467	-1.458	22.014	-0.003	-0.021	0.064
Si	50.395	1.566	21.981	0.312	0.287	-0.456
Si	52.995	4.239	22.009	-0.011	-0.009	-0.033
Si	50.193	6.82	22.136	-0.011	-0.021	0.018
Si	52.993	9.625	22.126	0.004	0.031	-0.006
Si	50.136	12.322	21.875	0.03	-0.054	0.055
Si	52.958	-1.308	21.906	0.055	0.007	-0.04
Si	55.622	1.098	21.818	-0.384	-0.274	-0.401
Si	58.77	4.186	21.774	0.012	0.038	0.068
Si	55.797	6.943	22.009	0.043	-0.007	-0.017
Si	58.545	9.61	21.937	-0.002	-0.01	-0.002
Si	55.851	12.385	21.778	-0.016	0.037	-0.02
Si	58.496	-1.222	21.911	0.037	0.062	-0.028
Si	61.237	1.465	21.596	0.01	-0.038	0.066
Si	-1.26	3.962	21.623	-0.032	-0.015	0.016
Si	61.333	6.76	21.841	0.055	-0.012	0.023
Si	-1.387	9.451	21.963	-0.024	-0.041	0.026
Si	61.231	12.19	22.023	-0.052	0.024	0.018
Si	-1.306	-1.356	21.717	0.027	-0.003	0.031
Si	-0.1	-0.005	23.249	0.019	0.061	0.116
Si	2.737	2.776	22.997	0.019	-0.019	0.013
Si	-0.015	5.408	22.92	0.019	0.051	-0.034
Si	2.684	8.105	23.332	-0.063	-0.006	-0.018
Si	0.087	10.952	22.969	-0.04	0.039	0.035
Si	2.636	13.502	22.827	-0.009	0.012	0.107
Si	5.492	-0.115	23.057	0.003	-0.026	0.071
Si	8.239	2.684	23.249	-0.002	-0.008	0.067
Si	5.336	5.363	23.371	0.035	0.024	0.061
Si	8.421	8.173	23.444	0.006	-0.004	0.06
Si	5.527	10.867	23.448	0.062	0.012	-0.011
Si	8.203	13.642	22.975	-0.011	-0.036	0.066
Si	10.944	-0.073	23.163	-0.002	0.006	0.026
Si	13.803	2.672	22.934	-0.004	-0.009	0.018
Si	11.035	5.505	23.053	0.021	-0.017	0.038
Si	13.77	8.191	22.835	-0.038	0.065	0.058
Si	11.086	10.774	22.979	0.071	-0.02	0.002
Si	11.739	-1.957	24.422	0.238	0.161	-0.839
Si	16.547	0.128	22.612	0.03	-0.119	-0.086
Si	19.129	2.72	22.922	-0.007	-0.019	0.058
Si	16.41	5.407	22.779	-0.025	-0.044	-0.03
Si	19.027	8.166	23.029	-0.033	0.052	-0.002
Si	16.326	10.704	22.814	-0.027	-0.03	0.026
Si	19.132	13.602	23.045	-0.036	0.075	0.055
Si	21.846	-0.126	22.878	-0.017	-0.032	0.043
Si	24.586	2.796	23.091	-0.035	-0.023	0.042
Si	21.964	5.497	23.12	0.013	-0.043	0.072
Si	24.595	8.027	23.133	0.084	-0.001	0.045
Si	21.824	10.886	23.077	-0.021	0.066	0.032
Si	24.512	13.454	23.153	0.013	-0.031	0.007
Si	27.231	-0.039	23.004	0.014	0.01	0.001
Si	30.019	2.685	23.121	0.022	-0.043	-0.033
Si	27.188	5.319	23.126	0.032	0.029	-0.014
Si	29.826	8.447	23.073	-0.371	0.246	-0.4
Si	27.393	11.019	22.73	-0.032	-0.02	-0.026
Si	29.953	13.508	22.935	0.075	-0.062	0.035
Si	32.751	-0.143	23.176	-0.028	-0.014	0.009
Si	35.48	2.355	23.094	0.042	-0.069	0.027
Si	32.578	5.585	22.892	-0.462	0.281	-0.229
Si	34.544	8.761	22.754	-0.258	0.272	-0.565
Si	32.764	10.576	22.799	0.102	0.001	0.005
Si	35.496	13.299	22.81	-0.005	0.001	0.029
Si	38.064	-0.25	23.124	-0.034	0	0.09
Si	40.776	2.675	23.2	-0.027	-0.032	0.052
Si	37.903	5.316	23.15	0.427	-0.179	-0.357
Si	40.634	8.139	23.127	0.301	-0.371	-0.262
Si	37.238	11.525	22.847	0.033	-0.017	-0.087
Si	40.575	13.53	22.965	0.065	-0.008	0.042
Si	43.314	0.02	22.915	-0.03	-0.038	-0.004
Si	46.091	2.618	23.135	-0.352	0.335	-0.438
Si	43.295	5.311	23.117	0.001	0.009	-0.014
Si	46.105	8.191	23.173	-0.007	-0.008	0.036
Si	43.489	10.799	23.064	0.046	-0.058	0.062
Si	45.889	13.589	23.229	0	0.066	0.061
Si	49.287	-0.835	23.46	-0.099	-0.553	-0.434
Si	51.63	2.923	23.429	-0.004	0.055	0.03
Si	48.785	5.459	23.606	-0.113	-0.031	0.058
Si	51.586	8.192	23.504	0.285	-0.2	-0.346
Si	48.742	11.11	23.353	0.018	-0.031	-0.051
Si	51.157	-2.248	23.059	-0.202	0.006	-0.5
Si	54.383	-0.147	23.392	-0.061	-0.009	0.039
Si	57.924	2.712	23.283	0.308	0.266	-0.316
Si	54.4	5.61	23.321	-0.009	0.036	0.141
Si	57.189	8.314	23.354	-0.093	0.041	0.033
Si	54.583	11.094	23.215	0.177	-0.502	-0.165
Si	57.162	13.708	23.249	0.033	0.024	0.041
Si	59.829	0.369	23.08	0.14	-0.356	-0.165
Si	62.626	2.703	23.003	0.052	-0.031	0.019
Si	60.027	5.483	23.304	0.037	0.058	0.032
Si	-2.646	7.954	23.395	0.038	-0.043	0.04
Si	59.904	10.816	23.483	-0.004	0.032	0.099
Si	-2.603	13.652	23.166	-0.004	-0.028	-0.004
Si	0.915	-1.905	24.16	-0.253	-0.091	-0.655
Si	4.55	1.791	24.055	0.282	0.109	-0.619
Si	1.683	4.474	24.221	0.266	0.074	-0.469
Si	3.384	6.165	24.591	-0.074	-0.013	0.052
Si	1.804	10.096	24.322	0.242	0.011	-0.559
Si	3.476	11.835	24.255	0.098	-0.211	-0.529
Si	6.825	-1.5	24.482	0.034	0.04	-0.693
Si	10.066	1.72	24.482	-0.244	-0.134	-0.693
Si	6.279	3.439	24.404	-0.041	-0.01	-0.685
Si	10.057	6.854	24.75	-0.056	0.164	-0.784
Si	7.421	9.934	24.777	-0.364	-0.438	-0.028
Si	9.583	12.141	24.093	-0.032	-0.029	-0.518
Si	13.621	13.502	23.175	0.029	0.032	0.051
Si	15.737	1.85	23.958	-0.006	0.102	0.072
Si	12.328	3.954	24.198	0.13	0.003	-0.657
Si	15.388	7.054	24.082	-0.008	-0.065	0.105
Si	12.97	9.964	24.181	0.081	0.092	-0.636
Si	14.689	11.65	24.19	-0.242	-0.052	-0.533
Si	17.955	-0.954	24.13	-0.118	-0.388	-0.754
Si	20.304	1.069	24.113	0.098	0.212	-0.765
Si	17.314	3.683	24.089	-0.151	-0.234	-0.519
Si	20.974	7.377	24.137	0.234	0.023	-0.573
Si	17.012	8.905	24.213	0.038	-0.212	-0.482
Si	20.914	12.708	24.342	0.018	0.002	0.03
Si	22.724	-1.808	24.292	-0.193	-0.363	-0.468
Si	26.108	1.529	24.367	-0.014	-0.083	-0.653
Si	23.72	4.558	24.458	0.176	0.271	-0.563
Si	25.519	6.273	24.539	-0.014	0.067	0.017
Si	22.787	9.028	24.249	0.048	-0.036	0.078
Si	26.313	12.327	24.284	-0.31	-0.058	-0.64
Si	28.369	-1.63	24.303	0.249	0.051	-0.628
Si	31.673	1.597	24.491	0.02	-0.211	-0.646
Si	28.362	3.718	24.465	0.386	0.421	-0.074
Si	31.719	6.681	24.735	0.215	-0.243	-0.525
Si	29.011	10.286	24.261	0.061	-0.031	-0.017
Si	31.037	11.714	24.102	-0.371	-0.195	-0.5
Si	34.375	-1.534	24.372	-0.14	-0.121	-0.73
Si	36.518	0.765	24.525	0.231	0.183	-0.683
Si	34.188	3.503	24.574	0.215	-0.365	-0.334
Si	36.209	5.37	25.78	-0.013	-0.064	-0.19
Si	34.468	7.79	25.648	0.012	-0.083	0.002
Si	37.607	11.784	25.089	-0.116	-0.14	-0.551
Si	39.09	-1.853	24.528	0.392	0.276	-0.1
Si	42.592	1.717	24.412	-0.005	0.047	0.056
Si	39.746	4.46	24.318	0.007	0.087	0.008
Si	41.451	6.195	24.301	-0.258	-0.089	-0.593
Si	40.23	10.236	25.351	0.004	0.076	-0.188
Si	42.131	12.291	24.152	-0.1	-0.092	-0.751
Si	44.102	-1.63	24.373	0.344	0.1	-0.681
Si	47.916	2.315	25.554	0.532	0.375	-0.141
Si	44.236	3.484	24.303	0.026	-0.102	0.016
Si	47.07	6.751	24.802	0.257	-0.031	-0.742
Si	45.31	10.06	24.408	0.076	0.174	-0.483
Si	46.868	11.961	24.567	0.006	-0.014	0.047
Si	48.464	-0.637	26.502	0.053	0.051	-0.099
Si	53.452	1.772	24.39	-0.217	-0.263	-0.696
Si	49.904	3.768	24.965	-0.067	0.001	0.114
Si	53.016	6.867	24.766	0.016	-0.072	-0.708
Si	50.404	10.535	24.909	-0.404	0.074	-0.273
Si	52.704	12.551	25.053	0.019	0.094	-0.018
Si	56.058	-1.255	24.871	-0.198	-0.05	-0.658
Si	57.032	1.001	26.786	-0.057	-0.205	-0.112
Si	55.611	4.133	24.629	-0.262	0.438	-0.428
Si	58.894	7.196	24.532	-0.005	-0.062	0.023
Si	56.102	10.001	24.671	-0.451	-0.424	-0.233
Si	58.31	12.203	24.627	0.271	-0.089	-0.644
Si	61.57	-0.846	24.193	0.173	0.352	-0.574
Si	-2.035	0.897	24.412	0.028	-0.23	-0.529
Si	61.799	4.349	24.465	0.172	0.269	-0.452
Si	-1.641	6.038	24.531	-0.037	-0.014	0.012
Si	60.749	8.795	24.587	0.033	0.047	-0.049
Si	-0.73	12.677	24.348	0.008	0.227	-0.533
Si	4.068	0.326	26.62	0.132	-0.102	0.025
Si	8.765	6.181	27.204	0.006	-0.058	0.013
Si	7.128	3.795	27.441	-0.06	-0.085	-0.042
Si	4.682	0.595	30.528	0.132	-0.037	-0.073
Si	0.18	10.974	26.773	0.03	0.229	-0.225
Si	12.206	1.456	28.421	0	-0.111	0.016
Si	6.375	13.314	27.039	0.027	0.084	-0.138
Si	10.954	9.38	0.535	0.186	0.153	0.817
Si	8.274	3.152	31.148	0.026	0.015	0.223
Si	2.638	6.53	26.854	0.279	-0.277	-0.58
Si	3.321	8.15	30.775	-0.037	0.025	-0.004
Si	13.228	-0.636	26.662	0.06	0.066	0.037
Si	5.492	3.521	30.117	0.068	0.135	0.019
Si	19.199	13.115	0.909	0.328	-0.201	0.59
Si	11.778	10.735	31.771	0.074	0.034	0.062
Si	17.872	7.513	28.324	-0.087	-0.014	-0.088
Si	13.779	-0.822	29.477	-0.098	0.074	0.089
Si	15.898	0.298	25.646	0.155	0.39	-0.401
Si	19.326	10.638	33.226	-0.65	-0.142	-0.288
Si	17.417	1.961	27.743	-0.098	0.015	-0.103
Si	22.685	1.369	28.565	-0.046	0.118	0.001
Si	18.755	7.393	31.238	0.118	0.07	0.007
Si	13.244	9.122	29.424	0.001	0.026	-0.115
Si	16.714	11.068	26.312	-0.153	-0.064	-0.104
Si	26.911	-0.944	30.578	0.032	0.003	0.033
Si	28.21	12.095	28.178	0.013	-0.035	0.105
Si	17.887	-1.631	32.119	0.01	0.099	0.127
Si	20.419	2.091	26.915	-0.095	-0.01	0.033
Si	20.127	8.717	26.5	0.118	-0.171	-0.159
Si	27.126	10.307	0.176	0.182	0.097	0.663
Si	30.159	-0.235	26.46	-0.047	0.066	0.025
Si	32.239	-2.661	26.305	0.132	0.006	-0.081
Si	29.369	5.122	26.132	-0.425	-0.483	-0.412
Si	35.757	10.595	29.759	-0.162	0.483	0.307
Si	23.8	11.428	28.455	-0.05	-0.061	0.025
Si	30.437	-3.341	33.415	-0.057	0.036	0.059
Si	38.05	1.446	27.233	-0.167	-0.08	-0.14
Si	37.438	6.842	30.071	-0.149	0.058	0.067
Si	29.558	7.847	30.921	-0.003	0.034	-0.019
Si	41.432	3.842	32.378	-0.008	-0.138	0.038
Si	32.887	11.494	32.63	0.078	-0.042	-0.019
Si	35.738	10.247	26.862	0.027	0.127	-0.055
Si	39.914	-1.065	26.58	-0.214	-0.164	-0.628
Si	38.975	4.318	26.55	0.142	0.031	-0.733
Si	41.476	5.942	27.363	0.041	0.039	-0.167
Si	44.095	3.597	30.904	0.015	0.019	0.044
Si	38.962	4.856	31.424	-0.112	-0.151	0.188
Si	42.054	11.26	29.359	-0.058	0.045	0.078
Si	43.922	-0.207	28.896	0.066	0.011	-0.016
Si	52.591	0.366	29.559	-0.094	-0.033	0.077
Si	39.662	2.037	31.007	0.068	0.069	0.115
Si	50.06	4.394	30.927	0.02	0.121	0.029
Si	49.091	6.402	28.645	0.034	0.099	0.029
Si	46.459	8.927	26.832	-0.062	-0.115	-0.142
Si	50.473	-1.751	28.736	-0.103	-0.131	-0.144
Si	53.908	0.759	27.151	0.186	-0.025	-0.138
Si	45.519	4.216	26.116	-0.579	-0.127	0.026
Si	51.032	5.11	26.647	-0.345	-0.489	-0.368
Si	48.043	11.085	28.406	0.512	-0.076	0.148
Si	55.136	11.542	32.471	-0.075	-0.086	0.042
Si	59.74	0.318	28.072	0.03	0.079	-0.118
Si	60.092	-2.353	26.552	-0.108	0.072	-0.177
Si	52.583	4.668	29.34	-0.053	0.119	-0.022
Si	57.643	6.803	33.032	0.075	0.133	-0.053
Si	52.926	7.667	30.321	-0.02	0.027	0.044
Si	55.474	3.444	29.719	-0.072	0.022	-0.029
Si	0.945	3.011	30.222	-0.046	0.079	0.012
Si	61.958	2.28	26.802	0.077	-0.007	-0.136
Si	-1.634	4.019	28.742	0.06	-0.046	-0.184
Si	2.124	0.431	28.958	0.007	-0.025	0.207
Si	61.106	11.987	28.634	-0.031	-0.05	0.016
Si	0.789	2.022	33.272	0.429	0.119	0.224
Si	59.928	3.395	32.016	-0.003	0.012	0.109
Si	6.958	-0.195	27.152	-0.046	-0.015	-0.257
Si	60.937	8.304	26.877	-0.039	0.026	-0.691
Si	-1.525	10.322	31.064	-0.01	0.057	0.002
Si	4.55	11.613	28.57	0.015	-0.027	0.076
Si	1.913	12.686	28.828	-0.04	-0.031	-0.182
Si	7.169	8.83	26.953	-0.099	0.458	-0.744
Si	17.499	10.541	0.234	0.094	-0.01	0.033
Si	7.62	0.236	30.696	-0.112	-0.061	0.045
Si	10.738	14.622	0.222	-0.52	-0.475	0.299
Si	4.36	8.76	27.964	0.03	-0.069	0.064
Si	12.946	3.918	29.844	-0.045	0.038	0.019
Si	9.517	-1.804	31.505	0.001	-0.018	0.039
Si	13.36	2.385	32.51	-0.045	0.049	0.148
Si	12.364	8.231	26.612	-0.082	-0.016	-0.11
Si	20.041	2.436	0.983	0.219	-0.411	0.448
Si	10.066	5.281	29.83	0.018	0.008	-0.056
Si	19.598	11.537	25.93	0.455	0.39	-0.466
Si	10.525	3.542	33.355	-0.047	0.031	0.066
Si	24.663	8.375	0.511	0.012	0.04	0.167
Si	16.171	9.989	29.094	0.049	-0.038	0.098
Si	16.89	5.366	31.814	-0.054	0.001	0.095
Si	20.688	11.433	28.914	0.083	-0.123	-0.02
Si	17.164	3.238	0.118	0.04	0.047	-0.089
Si	27.428	15.262	0.026	-0.072	-0.045	0.029
Si	28.926	0.922	29.15	0.111	-0.014	-0.036
Si	24.412	-0.259	26.461	-0.097	0.008	-0.109
Si	29.08	3.876	28.924	0.113	-0.009	0.087
Si	16.849	4.785	26.977	0.107	-0.052	-0.076
Si	21.194	8.764	30.272	0.076	0.015	0.005
Si	25.727	-2.419	28.207	0.003	-0.022	0.125
Si	25.476	0.777	32.851	-0.019	-0.117	0.085
Si	17.358	2.537	31.735	0.028	0.063	0
Si	27.415	10.177	26.028	0.456	0.112	-0.496
Si	23.033	9.169	26.616	-0.017	-0.177	-0.698
Si	31.451	10.045	30.197	-0.045	-0.077	0.035
Si	30.96	12.554	28.586	0.003	0.062	0.075
Si	37.779	3.191	0.542	0.084	-0.044	0.093
Si	31.911	5.59	0.074	0.281	0.057	0.694
Si	34.848	6.056	31.177	0.102	0.135	0.025
Si	32.348	7.506	30.917	-0.015	0.062	0.114
Si	40.014	-2.684	29.12	-0.075	0.022	0.072
Si	38.222	-2.895	31.659	0.028	-0.077	0.033
Si	46.127	6.9	28.915	0.109	0.006	0.031
Si	41.13	13.676	0.74	0.042	-0.057	0.071
Si	40.907	8.834	27.956	-0.052	-0.12	-0.101
Si	35.541	12.332	31.234	-0.036	-0.36	-0.44
Si	41.366	-0.125	30.351	-0.02	0.038	-0.03
Si	43.198	15.941	0.639	0.03	0	0.064
Si	41.781	-0.572	33.249	0.132	0.027	0.081
Si	50.442	5.795	0.848	0.314	-0.323	0.41
Si	48.765	6.289	32.746	-0.025	0.012	-0.03
Si	44.37	13.151	28.474	0.115	0.005	-0.044
Si	42.853	0.227	26.258	-0.095	0.453	-0.578
Si	46.763	13.148	26.676	0.089	-0.367	-0.533
Si	46.458	-0.131	30.558	-0.023	-0.042	0.066
Si	44.535	0.893	32.567	-0.082	0.068	-0.063
Si	54.76	9.069	26.369	0.353	0.407	-0.464
Si	49.962	8.328	30.772	-0.021	-0.051	-0.096
Si	50.231	11.509	27.882	-0.504	-0.068	0.336
Si	47.88	-2.613	31.605	0.002	-0.024	-0.063
Si	55.068	0.749	31.096	-0.009	0.032	0.019
Si	57.029	3.972	27.043	-0.087	0.018	-0.077
Si	59.204	9.82	28.899	0.019	-0.003	0.096
Si	-2.992	-1.395	32.894	-0.093	0.018	0.003
Si	54.302	-2.315	27.135	0.17	-0.096	-0.051
Si	60.288	0.354	31.185	0.022	-0.039	-0.007
Si	-3.247	5.459	30.949	0.027	0.048	0.153
Si	58.706	6.508	26.838	-0.086	0.34	-0.628
Si	1.292	9.875	32.348	0.087	0.038	0.103
Si	-2.24	-3.122	30.527	0.01	0.015	0.038
Si	2.86	-2.296	26.334	-0.101	-0.083	-0.257
Si	0.206	-1.607	30.06	0.008	-0.051	-0.055
Si	6.419	6.055	1.166	-0.357	0.013	-0.163
Si	-0.104	5.425	26.286	-0.348	0.179	-0.484
Si	3.012	5.328	29.647	0.101	-0.009	-0.057
Si	-1.862	6.6	33.413	0.044	-0.057	0.084
Si	-2.118	9.597	28.288	-0.023	-0.036	-0.026
Si	0.024	-0.979	33.099	0	-0.188	0.128
Si	5.882	0.183	33.072	0.017	-0.101	0.045
Si	9.337	6.664	1.02	0.119	-0.07	0.596
Si	8.519	11.167	0.13	-0.029	0.592	0.405
Si	10.4	1.063	0.837	-0.075	0.07	-0.165
Si	9.039	13.156	1.215	0.439	-0.273	-0.273
Si	8.751	11.589	31.418	-0.092	0.03	0.125
Si	13.104	2.491	0.937	-0.064	0.155	0.166
Si	7.322	11.208	28.782	-0.086	0.069	0.02
Si	9.813	6.315	32.553	0.098	0.058	0.186
Si	14.31	6.403	30.728	-0.018	-0.044	0.183
Si	14.988	12.249	0.544	-0.222	0.33	0.526
Si	16.674	0.284	30.146	-0.048	-0.047	-0.065
Si	14.236	5.9	25.825	0.373	0.359	-0.607
Si	9.289	1.622	27.466	0.154	-0.008	-0.136
Si	22.57	3.881	0.857	0.252	-0.235	0.394
Si	17.341	9.989	32.018	0.588	0.494	0.276
Si	12.433	-2.553	31.575	-0.075	-0.08	0.011
Si	19.979	12.807	31.423	0.087	-0.055	0.104
Si	22.157	-2.028	32.904	-0.129	0.019	0.199
Si	20.07	2.315	32.53	0.097	-0.026	-0.037
Si	19.716	7.258	0.521	0.018	0.037	0.498
Si	24.086	9.867	31.025	-0.153	-0.022	-0.042
Si	25.616	12.861	0.797	0.141	-0.349	0.452
Si	27.306	6.361	29.428	0.03	0.086	-0.126
Si	30.133	2.522	31.314	-0.039	-0.008	-0.011
Si	22.775	0.815	31.674	-0.122	-0.05	0.054
Si	26.862	7.052	26.45	-0.396	-0.357	-0.403
Si	22.447	4.046	27.343	0.021	-0.077	-0.008
Si	33.253	11.428	0.546	0.131	0.033	0.023
Si	29.11	-3.19	30.717	-0.014	0.046	-0.111
Si	35.909	-1.168	31.548	0.051	-0.026	0.056
Si	33.021	2.907	0.977	0.165	0.297	0.369
Si	24.879	6.978	31.03	-0.125	0.053	0.012
Si	22.903	6.913	28.584	0.135	0.182	-0.078
Si	36.191	12.379	0.455	0.269	-0.286	0.324
Si	36.965	1.35	30.249	0.089	-0.053	-0.032
Si	46.319	9.101	1.113	-0.38	0.16	0.427
Si	32.785	1.997	33.016	-0.136	0.074	0.124
Si	40.848	8.084	0.456	-0.002	0.067	0.052
Si	37.886	9.136	28.443	-0.062	0.095	0.04
Si	36.044	8.544	31.813	-0.057	-0.004	-0.033
Si	43.331	10.649	32.096	0.074	-0.085	0.038
Si	43.305	-3.09	33.4	0.095	-0.077	-0.025
Si	45.17	12.663	31.312	-0.061	-0.082	-0.031
Si	43.793	7.84	33.417	-0.061	0.03	0.048
Si	35.321	3.146	32.002	0.101	-0.01	-0.009
Si	45.875	6.127	31.801	-0.024	-0.036	-0.152
Si	48.458	10.825	31.159	-0.045	-0.05	-0.047
Si	53.644	0.742	0.257	-0.025	0.035	0.013
Si	48.386	1.837	31.678	-0.04	0.035	0.124
Si	52.201	14.307	0.685	-0.095	-0.124	0.057
Si	44.218	4.607	28.088	0.297	-0.259	-0.504
Si	53.984	12.818	29.994	-0.009	0.002	-0.1
Si	57.562	4.173	2.316	0.179	-0.349	0.395
Si	51.444	-2.135	31.447	0.058	0.009	-0.052
Si	56.824	8.395	28.598	0.02	-0.061	0.001
Si	51.073	0.789	31.982	0.045	-0.085	0.074
Si	52.997	10.221	28.495	0.022	0.012	-0.102
Si	55.569	8.491	31.515	0.002	0.058	-0.105
Si	60.845	0.591	0.765	0.471	-0.144	0.506
Si	57.626	-0.524	32.463	-0.01	0.107	0.045
Si	58.857	5.984	0.119	-0.027	0.001	0.148
Si	56.993	3.998	32.196	0.03	-0.091	-0.01
Si	59.968	7.774	31.255	-0.033	-0.047	0.011
Si	-3.423	9.233	33.004	-0.052	-0.001	0.001
Si	1.28	14.944	8.191	-0.025	0.007	0.022
Si	3.947	1.341	8.323	-0.009	0.002	-0.004
Si	1.19	4.101	8.227	-0.007	0.005	-0.024
Si	3.972	6.751	8.109	-0.004	0.031	-0.005
Si	1.295	9.44	8.172	0.038	-0.011	-0.015
Si	3.959	12.205	8.125	0.019	-0.011	0.004
Si	6.752	14.885	8.313	0.025	-0.013	0.006
Si	9.435	1.287	8.26	0.025	0.015	-0.03
Si	6.653	4.093	8.171	0.005	0.044	0.006
Si	9.46	6.813	8.304	-0.016	0.019	0.003
Si	6.681	9.526	8.252	0.023	0.035	0.018
Si	9.455	12.172	8.241	0.005	0.022	0.027
Si	12.19	14.929	8.215	-0.022	-0.011	-0.009
Si	14.941	1.328	8.188	0.003	-0.011	0.008
Si	12.213	4.058	8.282	-0.003	-0.003	-0.013
Si	14.935	6.808	8.165	-0.021	-0.001	0.008
Si	12.208	9.515	8.222	-0.002	-0.037	0.014
Si	14.97	12.199	8.174	0.039	0	-0.003
Si	17.651	14.968	8.106	0.002	-0.003	-0.004
Si	20.395	1.379	8.057	-0.007	0.025	0.008
Si	17.67	4.066	8.117	-0.004	0.001	0.01
Si	20.39	6.8	8.033	0.01	-0.006	-0.01
Si	17.629	9.527	8.065	-0.013	0	-0.023
Si	20.358	12.265	8.065	-0.018	0.004	0.004
Si	23.125	14.945	8.054	-0.017	0.004	0.009
Si	25.885	1.362	8.02	-0.005	-0.016	0.008
Si	23.127	4.106	7.976	-0.032	0.025	0.004
Si	25.873	6.803	7.944	-0.009	-0.013	0.007
Si	23.122	9.542	7.998	0.01	0	0.001
Si	25.855	12.265	7.95	-0.016	0.019	0.012
Si	28.555	14.985	7.938	-0.025	0.026	0.003
Si	31.289	1.379	7.983	0.016	0.012	-0.001
Si	28.554	4.131	7.998	-0.013	-0.025	-0.009
Si	31.314	6.851	7.959	0.01	0.003	0.002
Si	28.583	9.527	7.921	0.003	-0.017	-0.011
Si	31.36	12.192	7.927	0.039	-0.016	-0.032
Si	34.048	14.93	8.034	-0.008	0.008	-0.002
Si	36.788	1.337	8.098	0.019	-0.007	-0.01
Si	34.013	4.116	8.023	-0.013	0.005	0
Si	36.753	6.805	8.027	-0.013	-0.012	0.007
Si	34.001	9.541	7.908	-0.033	0.012	-0.017
Si	36.766	12.212	8.006	-0.001	0.019	0.007
Si	39.486	14.915	8.105	-0.008	0.014	0.024
Si	42.28	1.357	8.134	0	-0.035	-0.002
Si	39.479	4.124	8.094	-0.007	-0.001	-0.007
Si	42.186	6.787	8.125	-0.009	-0.008	-0.004
Si	39.483	9.497	8.068	-0.006	0	0.006
Si	42.209	12.223	8.14	0.018	-0.01	0.008
Si	44.945	14.998	8.182	-0.006	0.004	0.004
Si	47.659	1.371	8.205	0.034	-0.001	0.003
Si	44.933	4.077	8.161	-0.004	-0.017	0.013
Si	47.677	6.787	8.209	0.015	-0.003	-0.018
Si	44.915	9.539	8.199	-0.006	0.001	-0.009
Si	47.687	12.233	8.188	-0.007	-0.004	-0.01
Si	50.365	14.978	8.245	-0.033	0.022	0
Si	53.12	1.346	8.224	0.021	-0.002	-0.008
Si	50.392	4.089	8.325	-0.022	0.001	-0.007
Si	53.081	6.888	8.338	-0.041	0.014	-0.003
Si	50.383	9.568	8.248	-0.023	0.005	0.038
Si	53.022	12.307	8.303	-0.027	0.004	-0.037
Si	55.772	15.014	8.292	-0.016	0.007	-0.018
Si	58.454	1.362	8.498	-0.037	-0.019	-0.009
Si	55.787	4.094	8.325	-0.005	-0.002	-0.028
Si	58.465	6.85	8.408	-0.052	0.003	0.041
Si	55.823	9.494	8.356	0.018	-0.025	-0.036
Si	58.443	12.326	8.24	0.005	-0.008	-0.01
Si	61.123	15.009	8.398	-0.038	0.023	-0.032
Si	63.922	1.322	8.273	0.006	-0.039	0.019
Si	61.172	4.1	8.235	-0.009	-0.048	-0.058
Si	63.755	6.829	8.177	-0.004	-0.009	-0.018
Si	61.165	9.537	8.224	-0.014	-0.031	-0.013
Si	63.899	12.181	8.342	0.012	-0.02	-0.024
Si	2.609	-0.045	9.628	-0.016	0.006	0.007
Si	5.355	2.726	9.587	0.002	-0.017	0.003
Si	2.628	5.434	9.536	-0.013	-0.027	-0.005
Si	5.319	8.109	9.529	0.002	0.011	-0.002
Si	2.65	10.831	9.528	0.006	0.021	-0.022
Si	5.337	13.517	9.573	-0.018	-0.006	-0.024
Si	8.113	-0.064	9.637	0.013	0.002	0.016
Si	10.805	2.693	9.577	-0.021	0.019	-0.008
Si	8.058	5.41	9.558	0.001	0.005	0.005
Si	10.865	8.158	9.602	-0.015	0.003	0.014
Si	8.079	10.849	9.604	0.018	-0.013	0.004
Si	10.829	13.562	9.565	0.005	-0.007	-0.005
Si	13.576	-0.031	9.543	0.004	0	-0.003
Si	16.323	2.708	9.497	0.001	0.023	-0.004
Si	13.607	5.438	9.561	-0.01	0.02	-0.011
Si	16.32	8.163	9.483	0.017	-0.018	-0.005
Si	13.587	10.872	9.545	-0.011	0.022	0
Si	16.323	13.595	9.489	-0.001	-0.013	-0.003
Si	19.044	0.011	9.429	0.011	0.002	-0.005
Si	21.786	2.743	9.376	0.007	-0.018	0.001
Si	19.051	5.443	9.43	0	-0.001	0.007
Si	21.765	8.174	9.365	-0.029	0.029	0.001
Si	19.016	10.881	9.415	0.005	0.002	0.003
Si	21.759	13.597	9.411	0.011	-0.002	0.004
Si	24.501	0.008	9.373	-0.003	0.014	0.003
Si	27.22	2.747	9.365	-0.02	0.03	0.006
Si	24.508	5.451	9.328	0.021	-0.005	-0.001
Si	27.228	8.173	9.304	0	0.01	0.001
Si	24.506	10.896	9.333	-0.001	0.001	-0.001
Si	27.211	13.622	9.317	-0.002	-0.011	0.007
Si	29.927	0.003	9.321	0.001	-0.003	-0.006
Si	32.646	2.738	9.353	-0.003	0.005	0.012
Si	29.955	5.475	9.325	0.02	-0.007	-0.001
Si	32.665	8.198	9.327	0.002	-0.011	0.004
Si	29.956	10.871	9.296	-0.017	0.01	-0.006
Si	32.671	13.557	9.347	0.016	-0.007	0.005
Si	35.385	-0.014	9.41	-0.023	0.013	0.003
Si	38.144	2.716	9.441	0.009	-0.012	-0.01
Si	35.383	5.456	9.386	0.005	0.012	0.011
Si	38.104	8.152	9.417	0.001	-0.001	0.006
Si	35.364	10.866	9.336	0.008	0.014	-0.013
Si	38.107	13.555	9.429	0.008	-0.007	-0.001
Si	40.856	-0.008	9.448	0.002	-0.001	-0.009
Si	43.589	2.718	9.537	0	-0.001	0.001
Si	40.827	5.449	9.496	-0.004	0.001	0
Si	43.541	8.152	9.51	-0.015	0	0.004
Si	40.832	10.853	9.466	0.001	0.006	0.001
Si	43.562	13.607	9.502	0.003	0.006	0.002
Si	46.296	0.016	9.571	-0.007	-0.008	0.003
Si	48.986	2.724	9.618	-0.006	0.004	0.003
Si	46.281	5.441	9.549	-0.01	0.001	0.004
Si	49.009	8.174	9.583	0.027	0.01	0.004
Si	46.294	10.892	9.554	0.018	0.008	-0.003
Si	48.991	13.615	9.592	-0.001	-0.009	-0.007
Si	51.726	0.02	9.607	0.017	0.004	-0.01
Si	54.397	2.737	9.656	0.003	-0.014	-0.025
Si	51.715	5.489	9.665	0.022	-0.012	0.002
Si	54.42	8.206	9.726	0.006	-0.011	-0.016
Si	51.677	10.937	9.659	-0.002	-0.013	0.005
Si	54.401	13.647	9.651	0.032	0.01	0.001
Si	57.066	-0.003	9.76	0.02	-0.02	0.004
Si	59.846	2.787	9.701	-0.004	0.036	-0.01
Si	57.108	5.452	9.715	0.032	-0.028	-0.002
Si	59.838	8.227	9.682	0.03	0.008	-0.004
Si	57.143	10.933	9.653	0.01	0.013	-0.019
Si	59.769	13.619	9.696	-0.001	0.005	-0.009
Si	62.538	0.029	9.68	0.001	0.025	-0.005
Si	-0.061	2.714	9.642	0.014	-0.022	0.002
Si	62.489	5.462	9.621	-0.008	0.016	-0.017
Si	-0.092	8.128	9.544	-0.014	0.011	0.007
Si	62.512	10.842	9.652	-0.03	0.006	0.006
Si	-0.018	13.583	9.622	0.027	0.023	-0.013
Si	1.297	1.345	10.991	-0.007	-0.003	0.006
Si	3.995	4.084	10.923	-0.001	-0.01	-0.001
Si	1.29	6.794	10.916	0.001	0	-0.009
Si	4.008	9.491	10.911	0.003	-0.003	-0.003
Si	1.345	12.206	10.944	0.002	0.011	0.012
Si	4.017	14.916	10.941	-0.016	0.004	0
Si	6.743	1.351	10.926	0.016	0.014	0
Si	9.443	4.057	10.913	-0.009	-0.014	0.01
Si	6.715	6.784	10.903	0.001	-0.004	0.011
Si	9.477	9.505	10.935	0.009	0.02	0.01
Si	6.723	12.206	10.952	0.014	-0.002	0.006
Si	9.493	14.91	10.956	-0.011	-0.01	0.006
Si	12.213	1.339	10.894	0.008	0.007	-0.007
Si	14.984	4.073	10.874	0.01	0.009	0.001
Si	12.228	6.778	10.918	-0.012	-0.014	0
Si	14.958	9.499	10.867	-0.007	-0.013	-0.005
Si	12.222	12.221	10.903	0.006	0.005	0.008
Si	14.954	14.929	10.866	-0.01	-0.012	0
Si	17.697	1.344	10.822	-0.015	-0.009	0.002
Si	20.427	4.079	10.764	-0.003	0.009	-0.009
Si	17.701	6.796	10.811	0.012	0.006	0.005
Si	20.406	9.518	10.745	-0.019	-0.014	0.007
Si	17.697	12.236	10.816	0.003	0.024	0.002
Si	20.422	14.973	10.773	0.009	0.006	0.003
Si	23.147	1.374	10.733	0.012	0.01	0.004
Si	25.846	4.09	10.714	-0.015	-0.033	0.015
Si	23.148	6.81	10.698	0.016	0.017	-0.006
Si	25.872	9.53	10.678	0.004	0.009	0.002
Si	23.143	12.227	10.727	-0.032	-0.023	0.002
Si	25.862	14.959	10.715	-0.011	-0.001	-0.001
Si	28.591	1.371	10.7	0.02	0.017	-0.009
Si	31.295	4.107	10.704	0.007	0.007	0.002
Si	28.577	6.816	10.684	-0.013	-0.013	-0.013
Si	31.29	9.527	10.699	0.015	0.007	0.001
Si	28.586	12.247	10.656	0.005	0.021	-0.001
Si	31.285	14.944	10.672	-0.021	-0.016	-0.003
Si	34.002	1.368	10.72	-0.012	-0.022	-0.001
Si	36.737	4.083	10.754	-0.017	-0.016	-0.009
Si	34.013	6.829	10.715	0.023	0.012	0.004
Si	36.72	9.52	10.741	0.002	-0.014	-0.003
Si	34.027	12.225	10.727	-0.007	0.003	-0.002
Si	36.751	14.95	10.77	0.012	0.005	-0.004
Si	39.499	1.363	10.81	0.02	0.027	0.01
Si	42.19	4.082	10.861	-0.01	-0.015	0.003
Si	39.452	6.815	10.821	0.006	-0.002	0.001
Si	42.182	9.515	10.861	-0.002	0	0.003
Si	39.461	12.216	10.811	-0.013	-0.006	0
Si	42.19	14.961	10.853	0	-0.004	-0.002
Si	44.929	1.374	10.926	0.012	0.015	0.002
Si	47.622	4.1	10.956	0.004	-0.01	0.002
Si	44.9	6.801	10.895	-0.001	-0.006	-0.002
Si	47.625	9.525	10.942	-0.017	-0.011	0.003
Si	44.919	12.259	10.894	0.006	0.006	0
Si	47.625	14.969	10.951	-0.006	0.004	0.002
Si	50.344	1.367	10.978	-0.015	0.001	-0.002
Si	53.037	4.099	11.023	-0.002	-0.002	0
Si	50.338	6.842	11.004	-0.006	0.011	0.012
Si	53.036	9.58	11.035	0.007	0.025	0.008
Si	50.31	12.275	11.012	0.011	-0.002	0.01
Si	53.042	14.998	11.022	0.002	-0.011	-0.003
Si	55.721	1.398	11.069	0.019	0.007	-0.003
Si	58.475	4.119	11.072	-0.005	0.013	0.012
Si	55.739	6.808	11.065	-0.026	-0.023	0.002
Si	58.473	9.575	11.038	0.011	-0.009	0.001
Si	55.745	12.268	11.014	-0.031	-0.015	-0.004
Si	58.428	14.956	11.086	-0.021	-0.008	0.013
Si	61.19	1.398	11.039	0.02	0	0.005
Si	63.856	4.092	10.98	0.001	-0.017	-0.007
Si	61.166	6.818	11.019	-0.015	0	-0.003
Si	63.889	9.486	10.975	0.01	0.014	-0.007
Si	61.153	12.23	10.998	-0.017	-0.013	-0.01
Si	63.895	14.945	10.988	-0.016	-0.013	-0.003
Si	-0.044	-0.013	12.354	0.009	0.021	-0.009
Si	2.692	2.704	12.307	-0.003	-0.008	-0.001
Si	-0.033	5.441	12.314	0.011	-0.008	-0.002
Si	2.656	8.146	12.286	-0.019	0.022	0.002
Si	-0.023	10.859	12.31	-0.014	0.008	0
Si	2.688	13.563	12.321	0.025	-0.022	0.006
Si	5.397	-0.028	12.28	0.004	-0.003	-0.005
Si	8.111	2.696	12.285	0.006	0.009	0.012
Si	5.377	5.426	12.277	-0.005	0.008	0.003
Si	8.107	8.129	12.258	0.005	-0.007	-0.003
Si	5.38	10.831	12.293	0	-0.016	0.003
Si	8.111	13.566	12.295	0.009	0.018	0.005
Si	10.863	-0.021	12.266	-0.002	-0.02	0.001
Si	13.6	2.711	12.214	0.002	0.016	-0.004
Si	10.841	5.416	12.244	0.001	0.014	0.008
Si	13.605	8.144	12.244	0	-0.009	-0.002
Si	10.858	10.865	12.265	-0.009	0.006	-0.006
Si	13.595	13.584	12.234	-0.003	0.011	0.001
Si	16.339	-0.016	12.182	-0.003	0.002	-0.003
Si	19.077	2.718	12.145	0.007	-0.003	0.004
Si	16.353	5.44	12.199	-0.002	-0.014	0.006
Si	19.076	8.162	12.137	-0.001	0	0
Si	16.336	10.878	12.182	-0.004	0.007	-0.004
Si	19.076	13.603	12.141	0.002	-0.008	0.002
Si	21.797	0.014	12.111	0	0.008	-0.002
Si	24.512	2.726	12.09	-0.01	0.01	0.008
Si	21.809	5.447	12.088	-0.006	-0.01	0
Si	24.51	8.17	12.049	0	0.001	0.008
Si	21.787	10.872	12.093	0.008	0.004	0.005
Si	24.502	13.598	12.077	-0.001	-0.002	0.001
Si	27.23	0.007	12.06	-0.012	0.014	-0.006
Si	29.94	2.735	12.06	0.009	0	0.01
Si	27.222	5.453	12.051	0.012	0.007	0
Si	29.929	8.166	12.059	0	0	0.004
Si	27.224	10.893	12.034	0	-0.017	-0.006
Si	29.923	13.602	12.044	0.003	0.002	0.007
Si	32.631	-0.004	12.046	0.007	0.008	-0.005
Si	35.363	2.722	12.092	0.002	0.001	0.005
Si	32.654	5.456	12.071	-0.003	0.002	-0.001
Si	35.363	8.162	12.105	-0.012	0.002	0.001
Si	32.646	10.877	12.077	0.003	0.005	0.015
Si	35.37	13.592	12.105	0	-0.009	0.005
Si	38.105	0	12.14	0.003	0.002	0.002
Si	40.826	2.719	12.211	0.002	-0.021	0.014
Si	38.081	5.438	12.145	0.015	0.001	0.001
Si	40.809	8.158	12.207	0	0.012	0.003
Si	38.081	10.859	12.14	-0.003	0.02	-0.003
Si	40.81	13.591	12.184	-0.001	-0.003	0
Si	43.539	0.001	12.244	-0.001	-0.006	-0.001
Si	46.26	2.738	12.313	-0.006	-0.01	0.003
Si	43.533	5.442	12.252	0.002	0.002	-0.003
Si	46.248	8.159	12.287	-0.008	-0.004	0.002
Si	43.542	10.879	12.231	-0.005	-0.003	-0.012
Si	46.253	13.608	12.299	0.004	0.004	-0.007
Si	48.971	0.011	12.335	0.003	-0.022	-0.01
Si	51.661	2.745	12.371	-0.005	0	-0.002
Si	48.964	5.466	12.341	-0.011	-0.004	0.002
Si	51.678	8.204	12.385	0.005	-0.011	-0.011
Si	48.95	10.892	12.348	-0.002	0.006	0.006
Si	51.673	13.633	12.376	-0.002	0.001	0.008
Si	54.363	0.038	12.419	-0.006	0.016	0.001
Si	57.096	2.755	12.413	-0.004	-0.005	-0.007
Si	54.371	5.458	12.412	0.014	-0.018	0.002
Si	57.101	8.196	12.385	-0.002	0.006	-0.008
Si	54.388	10.924	12.403	0.001	0.009	0.002
Si	57.065	13.608	12.429	0.029	-0.013	0.006
Si	59.811	0.028	12.384	-0.007	-0.008	-0.014
Si	62.532	2.752	12.394	-0.029	0.012	0.006
Si	59.812	5.488	12.418	-0.008	-0.004	0.01
Si	62.541	8.158	12.366	0.018	-0.017	0.005
Si	59.817	10.91	12.404	0.002	0.006	0.013
Si	62.527	13.59	12.339	0	-0.006	0
Si	1.338	-1.379	13.679	-0.025	0.009	-0.011
Si	4.068	1.344	13.654	0.006	0.009	0.001
Si	1.348	4.08	13.652	0.002	-0.02	-0.011
Si	4.04	6.794	13.639	0.001	-0.009	-0.004
Si	1.335	9.507	13.678	0.012	0.007	-0.011
Si	4.056	12.209	13.671	-0.004	0.015	0.004
Si	6.772	-1.375	13.648	0.008	0.001	0.002
Si	9.493	1.335	13.621	0.004	0.012	0.001
Si	6.759	4.07	13.63	0.003	-0.013	-0.003
Si	9.489	6.781	13.605	-0.014	-0.006	0.008
Si	6.765	9.484	13.633	-0.001	0.017	0.002
Si	9.5	12.216	13.629	0.005	-0.013	0.012
Si	12.238	-1.379	13.596	0.011	0.009	-0.001
Si	14.982	1.346	13.54	0.006	-0.012	-0.004
Si	12.231	4.061	13.575	-0.009	-0.014	0.004
Si	14.982	6.781	13.571	0.009	0.009	0.006
Si	12.232	9.497	13.598	0.004	0.002	0.005
Si	14.975	12.222	13.557	-0.013	-0.005	0.002
Si	17.719	-1.372	13.516	-0.003	-0.002	0
Si	20.448	1.362	13.493	-0.002	0.002	0.006
Si	17.725	4.068	13.525	-0.003	0.016	0.008
Si	20.46	6.798	13.465	0.002	0.008	0.004
Si	17.72	9.516	13.506	-0.009	-0.01	-0.005
Si	20.45	12.237	13.472	-0.001	0.01	-0.001
Si	23.159	-1.361	13.454	-0.005	0.004	0.01
Si	25.883	1.36	13.435	0.006	-0.007	0.003
Si	23.162	4.084	13.453	0.007	-0.011	0.007
Si	25.856	6.802	13.412	0.003	0.008	-0.008
Si	23.163	9.516	13.436	-0.021	-0.008	-0.001
Si	25.869	12.238	13.423	0.005	0.006	-0.002
Si	28.577	-1.357	13.426	0.004	-0.001	0.002
Si	31.289	1.363	13.417	0.002	-0.014	-0.001
Si	28.574	4.088	13.416	-0.014	0.002	0
Si	31.279	6.801	13.428	0.006	-0.004	0
Si	28.558	9.526	13.408	0.001	0.019	0.004
Si	31.274	12.249	13.414	0.005	-0.001	0.003
Si	33.99	-1.343	13.423	-0.018	0.013	-0.002
Si	36.723	1.378	13.47	-0.013	-0.004	-0.002
Si	33.998	4.084	13.444	0.006	0.006	-0.008
Si	36.705	6.797	13.488	-0.005	0.001	-0.007
Si	33.99	9.513	13.454	0.013	-0.004	0.004
Si	36.72	12.232	13.477	0.018	-0.008	0.002
Si	39.447	-1.356	13.529	-0.003	0.001	0.007
Si	42.173	1.365	13.595	0.009	0.007	0.003
Si	39.437	4.094	13.532	-0.001	0	-0.003
Si	42.156	6.806	13.596	-0.011	-0.004	-0.005
Si	39.429	9.513	13.539	0.001	-0.017	0.004
Si	42.157	12.235	13.568	0.013	0.004	-0.005
Si	44.885	-1.347	13.64	0.002	-0.012	-0.002
Si	47.607	1.38	13.689	0.005	0.017	0.007
Si	44.88	4.097	13.653	-0.004	-0.001	-0.002
Si	47.589	6.815	13.695	0.001	0.004	0.007
Si	44.875	9.52	13.636	0.005	0.015	0
Si	47.583	12.251	13.701	-0.02	0.004	0.007
Si	50.302	-1.337	13.736	0.002	0.008	0.003
Si	52.999	1.4	13.768	0.005	-0.008	-0.002
Si	50.309	4.115	13.732	-0.003	-0.01	0.005
Si	53.013	6.833	13.764	-0.001	-0.007	0.003
Si	50.305	9.552	13.742	0.002	0.003	-0.001
Si	53.018	12.278	13.759	0.005	0.004	0.003
Si	55.711	-1.333	13.779	-0.009	-0.004	-0.002
Si	58.45	1.383	13.755	0.001	0.007	-0.008
Si	55.728	4.114	13.775	-0.01	0.01	-0.004
Si	58.441	6.846	13.767	0.006	0.005	0.001
Si	55.731	9.534	13.757	0.018	-0.014	-0.005
Si	58.435	12.245	13.764	-0.018	0.002	0.004
Si	61.171	-1.363	13.704	0.008	-0.002	-0.012
Si	-1.385	1.359	13.716	0.007	-0.014	0.002
Si	61.167	4.104	13.755	0.014	0.008	0.007
Si	-1.372	6.798	13.704	-0.008	-0.008	0.001
Si	61.182	9.53	13.724	-0.018	0.005	0.002
Si	-1.38	12.221	13.673	0.007	-0.002	-0.013
Si	2.723	-0.02	15.015	0.004	-0.007	0.001
Si	5.441	2.701	15.012	0.008	0.014	0.005
Si	2.718	5.425	15.014	-0.014	-0.002	-0.014
Si	5.416	8.132	15.002	-0.013	-0.011	0.005
Si	2.705	10.857	15.039	0	0.007	-0.002
Si	5.438	13.567	15.014	0.001	0	-0.004
Si	8.142	-0.015	15.004	0.003	-0.008	0.004
Si	10.873	2.706	14.941	0.003	-0.017	-0.003
Si	8.132	5.432	14.972	0.001	-0.006	-0.004
Si	10.867	8.133	14.956	-0.01	0.001	0.006
Si	8.145	10.841	14.972	0.002	-0.007	-0.006
Si	10.875	13.59	14.961	0.009	0.022	-0.002
Si	13.622	-0.006	14.902	-0.002	0.007	-0.006
Si	16.36	2.699	14.883	-0.013	-0.007	-0.008
Si	13.608	5.415	14.923	-0.004	0.002	0.006
Si	16.364	8.166	14.877	0.012	0.018	-0.004
Si	13.605	10.873	14.92	0.009	-0.004	-0.004
Si	16.364	13.586	14.876	-0.008	0.004	-0.004
Si	19.093	-0.007	14.853	-0.002	0.004	-0.012
Si	21.827	2.721	14.833	-0.002	0.018	0.005
Si	19.11	5.442	14.836	0.006	-0.01	0.004
Si	21.834	8.148	14.817	0	0.005	0.006
Si	19.106	10.87	14.839	-0.006	0.007	-0.006
Si	21.804	13.601	14.829	-0.002	-0.012	0.004
Si	24.54	-0.009	14.799	0.003	0.018	-0.009
Si	27.229	2.734	14.795	0.017	0.005	-0.002
Si	24.53	5.437	14.805	-0.006	0.003	0.003
Si	27.193	8.168	14.772	-0.009	-0.019	0
Si	24.513	10.884	14.796	0.005	-0.004	-0.005
Si	27.218	13.6	14.79	-0.012	-0.006	-0.003
Si	29.924	0.023	14.784	0.01	0.012	0.004
Si	32.642	2.712	14.795	-0.004	-0.002	-0.001
Si	29.928	5.433	14.788	0.004	0	-0.006
Si	32.622	8.15	14.807	0.005	0.004	0.006
Si	29.905	10.89	14.767	-0.003	-0.001	0.004
Si	32.616	13.629	14.77	-0.001	-0.005	-0.002
Si	35.336	0.023	14.799	0.009	-0.006	-0.003
Si	38.054	2.743	14.869	0.02	0.013	0.004
Si	35.336	5.431	14.834	-0.007	-0.011	-0.001
Si	38.059	8.139	14.872	0.001	-0.006	0.006
Si	35.354	10.865	14.816	-0.013	0.024	-0.003
Si	38.063	13.597	14.853	-0.011	-0.005	0.002
Si	40.789	0.001	14.926	0.016	0.005	0.007
Si	43.513	2.723	14.99	-0.004	-0.011	0.001
Si	40.777	5.442	14.933	0.002	0.004	0.004
Si	43.496	8.162	14.991	0.005	-0.007	-0.003
Si	40.785	10.869	14.916	0	0.021	-0.003
Si	43.502	13.59	14.953	-0.008	0.001	-0.011
Si	46.231	0.015	15.032	-0.004	-0.005	-0.005
Si	48.939	2.752	15.079	0.01	-0.002	-0.002
Si	46.218	5.452	15.053	-0.007	-0.015	0
Si	48.942	8.171	15.082	-0.009	0	-0.004
Si	46.216	10.87	15.038	-0.006	-0.008	0
Si	48.934	13.613	15.086	-0.002	-0.013	0.002
Si	51.638	0.032	15.117	-0.001	0.012	0.002
Si	54.348	2.773	15.132	0.013	-0.01	-0.006
Si	51.65	5.48	15.127	-0.007	0.003	-0.006
Si	54.374	8.182	15.14	-0.002	0.014	-0.006
Si	51.656	10.916	15.12	0.014	0.003	-0.006
Si	54.352	13.635	15.15	-0.001	0.009	0.004
Si	57.082	0.036	15.117	0.009	-0.005	-0.002
Si	59.799	2.746	15.116	-0.015	-0.003	0.001
Si	57.072	5.489	15.131	-0.005	-0.015	0.004
Si	59.804	8.214	15.103	0.017	-0.006	0.011
Si	57.082	10.882	15.126	0.001	-0.009	0.002
Si	59.807	13.615	15.081	-0.015	-0.004	-0.005
Si	62.529	-0.011	15.06	-0.018	-0.003	0.005
Si	0.014	2.725	15.019	0.015	0.025	-0.005
Si	62.542	5.468	15.079	0	-0.014	0.008
Si	-0.003	8.15	15.056	0.009	0.012	0.007
Si	62.559	10.877	15.062	0.011	0.013	0.002
Si	-0.022	13.577	15.028	-0.006	-0.007	-0.011
Si	1.393	1.375	16.361	-0.027	0.004	0.003
Si	4.105	4.082	16.368	-0.011	-0.012	-0.009
Si	1.383	6.782	16.386	0.025	-0.028	0.001
Si	4.089	9.5	16.378	-0.017	0.02	-0.005
Si	1.342	12.227	16.387	-0.018	0.022	-0.017
Si	4.089	-1.384	16.37	0.012	-0.007	0.002
Si	6.803	1.353	16.387	-0.004	0.012	0.014
Si	9.508	4.065	16.296	0.001	0.005	-0.004
Si	6.789	6.782	16.36	0.009	0.007	0.008
Si	9.505	9.486	16.326	-0.016	0.02	-0.001
Si	6.816	12.196	16.353	0.018	-0.011	-0.002
Si	9.523	-1.379	16.339	0.004	-0.003	0.005
Si	12.26	1.344	16.263	0.001	0.01	0
Si	14.99	4.042	16.247	0.017	-0.024	0.002
Si	12.237	6.761	16.294	0.001	0.001	0.014
Si	14.995	9.517	16.237	-0.008	0	-0.002
Si	12.246	12.224	16.295	0.01	-0.004	0.007
Si	14.996	-1.372	16.223	0.004	0.005	-0.003
Si	17.742	1.341	16.226	0.002	-0.01	0.001
Si	20.482	4.094	16.19	-0.02	0.008	0.012
Si	17.761	6.812	16.192	-0.017	0.013	-0.008
Si	20.489	9.512	16.176	0.005	-0.019	-0.008
Si	17.75	12.223	16.2	0.002	-0.011	-0.002
Si	20.458	-1.361	16.208	-0.027	0.022	0.002
Si	23.207	1.351	16.17	0.023	-0.032	-0.008
Si	25.873	4.071	16.178	0.006	-0.005	0.003
Si	23.196	6.793	16.183	0.007	-0.011	0.001
Si	25.85	9.517	16.164	-0.014	0.021	0.007
Si	23.17	12.242	16.177	-0.01	0.015	0.001
Si	25.881	-1.368	16.178	0.015	-0.001	0.01
Si	28.589	1.392	16.163	-0.028	0.02	0.005
Si	31.276	4.055	16.156	-0.009	0.004	0.001
Si	28.533	6.784	16.114	0.006	0.007	-0.006
Si	31.235	9.519	16.128	-0.008	0.004	0.005
Si	28.563	12.24	16.155	0.014	-0.005	0
Si	31.272	-1.328	16.15	0.003	-0.003	0.01
Si	33.994	1.377	16.189	0.005	-0.004	0.003
Si	36.68	4.095	16.236	-0.02	0.006	-0.002
Si	33.955	6.772	16.183	-0.02	0.008	-0.008
Si	36.687	9.496	16.208	-0.01	0.003	0.004
Si	33.977	12.264	16.102	0.018	-0.014	-0.015
Si	36.679	-1.335	16.158	-0.005	0.006	-0.015
Si	39.412	1.397	16.239	-0.023	-0.019	0.003
Si	42.129	4.091	16.317	0.007	-0.006	-0.007
Si	39.385	6.787	16.28	0.024	-0.014	-0.001
Si	42.105	9.511	16.335	0	-0.001	0.004
Si	39.404	12.237	16.236	-0.01	0.03	-0.011
Si	42.144	-1.368	16.299	0.009	-0.021	0.007
Si	44.867	1.379	16.385	-0.003	0.03	0.005
Si	47.574	4.105	16.446	-0.001	-0.012	0.008
Si	44.837	6.813	16.395	-0.008	0.026	0.008
Si	47.575	9.523	16.433	-0.008	0.014	0.002
Si	44.812	12.222	16.357	0.007	-0.009	0.001
Si	47.566	-1.336	16.433	0.009	0.008	0.003
Si	50.291	1.413	16.468	0.002	-0.006	-0.009
Si	53.01	4.147	16.518	-0.001	-0.003	-0.004
Si	50.282	6.832	16.494	0.015	-0.002	0.005
Si	53.01	9.551	16.492	0.009	-0.013	-0.004
Si	50.283	12.265	16.483	0.01	0.002	0.006
Si	52.974	-1.326	16.504	0.001	0.016	0.011
Si	55.714	1.41	16.468	-0.031	0.018	-0.006
Si	58.433	4.122	16.471	-0.002	0.005	-0.001
Si	55.721	6.829	16.534	-0.003	-0.007	0
Si	58.446	9.547	16.505	-0.004	0.009	-0.006
Si	55.717	12.24	16.477	0.003	-0.016	-0.01
Si	58.448	-1.344	16.445	0.001	0.006	0.004
Si	61.171	1.347	16.423	0.013	-0.028	-0.004
Si	-1.334	4.092	16.368	0.007	0.001	-0.006
Si	61.177	6.852	16.424	-0.008	0.003	-0.009
Si	-1.358	9.516	16.418	-0.001	-0.016	0.015
Si	61.176	12.231	16.401	-0.005	0.012	-0.021
Si	-1.386	-1.395	16.388	0.028	-0.006	-0.002
Si	0.022	-0.013	17.656	-0.019	-0.03	-0.008
Si	2.768	2.726	17.73	0.016	0.019	0.002
Si	0.018	5.437	17.743	0.002	0.003	0.006
Si	2.752	8.134	17.74	0.015	0.009	-0.004
Si	0.001	10.878	17.769	0.05	0.039	0.009
Si	2.746	13.558	17.721	-0.025	-0.013	-0.001
Si	5.436	-0.019	17.741	0.013	-0.009	0
Si	8.187	2.742	17.714	0.006	-0.018	0.008
Si	5.459	5.432	17.753	-0.009	-0.01	0.007
Si	8.16	8.133	17.717	0.019	-0.012	0.014
Si	5.496	10.818	17.734	-0.02	-0.008	-0.004
Si	8.179	13.558	17.701	0.012	0.019	0.008
Si	10.912	0.005	17.644	-0.001	-0.003	0.005
Si	13.616	2.691	17.624	0.005	0.004	0.009
Si	10.86	5.399	17.667	-0.023	-0.012	0.007
Si	13.627	8.154	17.581	0.01	0.01	0
Si	10.855	10.877	17.651	0.005	0.002	-0.005
Si	13.648	13.599	17.594	-0.002	0.004	-0.01
Si	16.369	-0.03	17.571	-0.015	-0.004	-0.008
Si	19.141	2.716	17.535	0.007	0.006	0.002
Si	16.4	5.433	17.513	0.014	0.013	-0.013
Si	19.149	8.157	17.544	-0.008	0.006	0
Si	16.389	10.876	17.56	-0.024	0.003	-0.002
Si	19.101	13.582	17.561	0.015	0.011	0.008
Si	21.87	-0.011	17.531	0	0.031	-0.013
Si	24.544	2.699	17.563	-0.006	-0.001	0.003
Si	21.852	5.441	17.557	0.004	-0.007	0.001
Si	24.53	8.154	17.566	0	0	0.005
Si	21.842	10.861	17.547	-0.008	0.002	0.002
Si	24.52	13.594	17.551	-0.005	-0.021	0.009
Si	27.233	0.033	17.51	0.023	-0.003	-0.002
Si	29.938	2.732	17.568	0.013	-0.008	0.002
Si	27.232	5.429	17.532	0	0	0.011
Si	29.856	8.145	17.467	-0.002	0.018	-0.006
Si	27.207	10.871	17.52	0.011	-0.005	-0.002
Si	29.898	13.641	17.497	-0.017	-0.023	0.008
Si	32.626	0.018	17.537	-0.002	-0.005	0.006
Si	35.324	2.735	17.599	0.027	0.01	0.024
Si	32.603	5.395	17.547	0.018	-0.013	0.002
Si	35.304	8.125	17.541	0.003	-0.01	-0.008
Si	32.597	10.921	17.424	0.003	0.029	-0.014
Si	35.302	13.623	17.48	-0.021	-0.007	-0.008
Si	38.008	0.035	17.532	-0.013	-0.025	-0.002
Si	40.741	2.745	17.654	0.027	0.026	-0.009
Si	38.006	5.443	17.647	0.004	0	-0.006
Si	40.708	8.148	17.673	-0.025	-0.028	0.007
Si	38.032	10.867	17.571	0.025	0.005	-0.005
Si	40.749	13.591	17.616	0.001	-0.011	-0.002
Si	43.486	-0.01	17.693	0.01	-0.006	-0.001
Si	46.216	2.727	17.797	-0.004	-0.007	-0.011
Si	43.454	5.439	17.729	-0.019	-0.036	-0.004
Si	46.199	8.162	17.781	0.034	-0.01	-0.011
Si	43.445	10.863	17.733	0	0.016	0.021
Si	46.167	13.578	17.718	-0.013	-0.002	-0.011
Si	48.931	0.044	17.81	0.024	0.017	-0.002
Si	51.62	2.797	17.855	0	0.001	-0.002
Si	48.903	5.475	17.851	0.005	-0.004	-0.001
Si	51.658	8.193	17.863	0.006	0.013	-0.006
Si	48.939	10.863	17.826	0.026	-0.019	0.001
Si	51.605	13.639	17.885	-0.004	-0.016	-0.001
Si	54.348	0.064	17.824	-0.025	-0.023	0.007
Si	57.05	2.781	17.838	-0.001	-0.007	0.004
Si	54.361	5.486	17.939	-0.005	0.003	0.013
Si	57.086	8.196	17.887	0.012	0.019	0.006
Si	54.353	10.912	17.875	0	-0.008	-0.01
Si	57.106	13.591	17.795	-0.005	0.005	0.004
Si	59.809	-0.001	17.81	0.008	0.027	-0.003
Si	62.595	2.719	17.685	-0.02	-0.008	-0.008
Si	59.804	5.517	17.778	0.004	0.015	-0.02
Si	62.55	8.183	17.788	-0.016	-0.013	0.003
Si	59.849	10.91	17.82	-0.011	0.006	0.007
Si	62.517	13.573	17.762	0	0.002	-0.005
O	3.293	15.596	1.089	-0.419	0.02	-0.391
O	0.797	15.569	2.24	-0.338	0.521	0.303
O	2.588	7.965	2.476	0.561	0.062	0.042
O	5.473	10.623	2.083	-0.174	0.151	0.234
O	5.391	2.721	2.836	-0.247	0.042	-0.399
O	7.085	4.315	4.012	-0.191	0.098	0.276
O	18.081	4.927	2.769	0.191	-0.072	-0.182
O	25.288	7.243	1.463	-0.22	-0.222	0
O	45.913	4.925	2.939	0.216	0.112	-0.226
O	47.686	6.691	3.807	0.096	0.117	-0.089
O	49.77	3.657	3.032	0.026	0.296	-0.073
O	50.284	9.794	2.032	-0.397	0.614	-0.217
O	55.805	13.758	1.356	-0.06	0.192	-0.174
O	57.011	15.735	2.564	-0.389	0.014	-0.194
O	56.274	6.833	1.877	-0.233	0.098	0.537
O	58.58	7.785	2.927	-0.119	-0.514	0.127
O	58.086	12.331	3.854	-0.229	0.229	0.022
O	61.773	5.181	2.682	-0.423	0.271	-0.231
O	63.967	5.133	1.298	0.507	-0.412	-0.008
O	64.192	7.333	2.815	-0.643	0.05	-0.154
O	60.799	9.281	3.096	0.336	-0.22	-0.066
O	4.706	8.613	4.228	-0.115	0.074	-0.086
O	49.589	0.737	23.167	-0.334	0.065	0.191
O	56.728	1.766	22.803	0.166	-0.01	0.35
O	30.829	7.942	24.277	-0.043	0.132	0.433
O	33.76	4.807	23.729	0.274	0.386	-0.084
O	35.432	6.683	26.33	0.191	0.034	0.386
O	34.995	8.05	24.15	0.568	-0.194	-0.068
O	36.804	5.751	24.309	-0.076	0.549	-0.164
O	39.955	9.4	23.983	-0.412	0.099	-0.289
O	38.855	10.979	25.76	-0.223	-0.066	0.681
O	47.098	1.836	24.215	0.222	-0.503	-0.229
O	48.176	0.969	26.454	-0.144	-0.142	0.651
O	49.152	-1.019	25.08	0.415	-0.275	0.182
O	50.678	8.937	24.704	-0.059	-0.186	0.344
O	51.715	-2.584	24.585	-0.331	0.378	0.27
O	59.046	1.642	23.875	0.308	0.189	0.286
O	57.165	3.852	24.192	0.381	0.128	0.205
O	53.977	12.394	24.074	0.293	0.357	-0.147
O	1.519	-1.681	25.667	-0.348	0.306	0.691
O	1.842	4.349	30.158	-0.057	0.239	0.085
O	3.89	1.444	25.505	-0.532	0.35	0.391
O	0.997	6.553	26.741	-0.176	0.389	0.046
O	2.622	6.788	30.247	-0.383	-0.073	-0.097
O	1.231	10.144	25.869	0.036	-0.553	0.272
O	0.951	11.709	27.986	-0.011	-0.163	0.174
O	3.248	12.581	25.717	-0.016	-0.019	0.162
O	7.344	-0.372	25.57	0.404	0.307	-0.003
O	6.298	13.559	25.435	0.125	-0.412	-0.178
O	8.581	3.071	27.462	0.391	0.278	-0.121
O	14.166	6.889	1.504	-0.157	0.178	-0.14
O	6.854	-1.666	27.781	-0.094	0.092	0.617
O	6.395	3.487	26.043	-0.019	-0.314	0.214
O	4.473	4.791	30.158	0.315	0.394	0.005
O	11.041	7.695	25.798	0.036	0.076	0.008
O	8.346	5.758	32.915	-0.115	0.07	-0.302
O	10.611	13.223	24.81	-0.082	-0.164	0.501
O	10.587	1.588	28.428	-0.113	0.134	0.312
O	15.913	6.332	30.95	0.167	0.374	-0.447
O	14.501	-0.507	25.701	-0.353	-0.11	-0.425
O	11.219	2.87	24.759	-0.11	-0.077	0.139
O	13.129	4.791	25.356	-0.124	0.18	0.121
O	15.378	11.764	25.7	-0.354	0.158	0.368
O	12.705	0.856	27.008	-0.166	0.395	-0.454
O	19.2	-0.015	24.615	0.209	-0.224	0.531
O	19.684	9.94	25.506	0.024	-0.238	-0.441
O	15.289	-0.28	29.587	0.046	-0.047	-0.122
O	20.366	9.986	29.591	-0.261	-0.272	0.223
O	17.569	4.323	25.592	0.318	0.196	0.166
O	20.489	7.333	25.728	-0.362	-0.448	0.201
O	16.879	9.542	25.74	0.128	-0.397	0.46
O	19.999	11.637	27.486	0.058	0.214	0.331
O	23.264	-1.087	25.667	-0.123	0.041	0.56
O	27.866	4.858	29.306	-0.262	-0.264	0.156
O	18.826	1.92	26.956	0.098	-0.064	-0.26
O	22.785	-0.655	32.35	0.18	-0.022	-0.039
O	26.867	8.658	26.18	-0.294	-0.089	0.053
O	27.29	13.553	24.8	-0.155	-0.066	0.691
O	28.155	-1.913	30.978	-0.009	0.084	0.565
O	29.679	0.074	27.98	0.227	-0.214	0.092
O	27.252	2.568	24.974	0.228	-0.069	0.7
O	30.8	5.655	25.588	0.156	-0.383	0.268
O	32.937	7.257	25.659	-0.19	-0.093	0.546
O	32.267	13.155	27.85	0.365	-0.174	0.476
O	35.419	-0.396	24.926	0.108	-0.076	0.259
O	37.423	-1.529	32.051	0.315	0.585	0.313
O	38.912	2.809	27.138	0.541	0.004	0.377
O	31.63	12.427	25.456	0.207	-0.131	0.168
O	37.481	4.972	26.705	-0.031	0.177	0.575
O	37.94	13.39	25.099	-0.07	0.24	0.042
O	34.584	9.249	26.341	-0.43	0.129	0.02
O	30.861	6.887	30.756	0.077	-0.87	-0.322
O	35.212	9.306	30.631	-0.347	-0.147	0.114
O	39.63	-2.328	27.584	-0.242	-0.324	-0.065
O	40.949	-0.402	31.884	-0.778	0.032	-0.036
O	41.864	6.426	25.868	0.474	0.441	0.16
O	42.635	4.925	27.847	-0.209	-0.337	0.2
O	40.052	5.176	27.413	-0.277	0.153	0.704
O	41.347	7.306	28.231	0.084	0.049	0.276
O	41.951	9.829	28.637	0.558	-0.263	0.197
O	43.07	13.471	24.789	-0.139	-0.098	0.47
O	47.614	2.33	33.006	-0.035	0.256	-0.026
O	46.877	3.301	26.363	-0.059	0.038	0.679
O	47.371	7.877	25.972	0.214	0.268	-0.034
O	39.469	9.227	28.549	0.131	0.278	0.629
O	44.1	-0.723	25.743	0.482	-0.059	0.383
O	49.383	-0.979	27.807	0.141	0.275	0.046
O	48.666	-2.062	32.91	-0.394	0.783	0.286
O	53.115	1.444	25.941	-0.806	0.009	0.364
O	46.512	-3.315	32.119	0.024	-0.093	0.678
O	53.933	7.866	25.67	-0.105	-0.179	0.184
O	46.049	5.674	25.52	-0.289	-0.09	0.085
O	51.92	11.154	24.836	0.254	-0.163	-0.447
O	56.551	2.743	33.132	0.382	-0.283	0.077
O	57.391	2.527	26.395	0.437	-0.095	-0.387
O	53.238	12.928	26.537	-0.281	-0.271	0.467
O	54.746	2.771	24.52	0.022	-0.044	0.052
O	55.79	4.606	26.184	-0.431	0.538	0.377
O	57.058	5.311	33.1	-0.135	0.094	0.344
O	60.291	6.814	27.169	0.182	-0.368	0.348
O	51.836	4.458	27.909	-0.039	-0.473	-0.088
O	57.208	11.123	25.222	-0.168	-0.046	0.559
O	8.331	7.715	26.999	0.208	-0.143	-0.027
O	59.717	-1.248	27.655	-0.281	-0.154	0.378
O	61.088	-1.574	25.572	0.081	-0.096	0.403
O	26.293	6.327	30.674	0.052	-0.28	0.331
O	60.994	4.258	31.195	0.174	-0.105	-0.417
O	61.468	3.539	25.88	-0.505	0.313	0.116
O	59.512	8.72	30.04	-0.265	0.055	0.119
O	56.31	8.146	30.106	0.039	-0.372	0.074
O	0.829	4.216	25.637	-0.136	-0.645	0.119
O	2.742	0.494	27.489	-0.325	0.205	-0.177
O	25.47	1.723	0.99	-0.008	0.015	-0.208
O	6.155	0.117	29.97	0.031	-0.098	-0.57
O	51.046	-3.12	32.662	0.071	-0.455	0.014
O	43.011	11.629	33.363	-0.09	-0.33	0.395
O	4.944	12.885	27.648	-0.424	0.386	-0.146
O	49.032	7.631	31.889	-0.376	0.199	0.022
O	9.711	1.193	25.973	0.163	-0.532	0.009
O	10.189	7.942	0.483	0.151	-0.166	-0.108
O	4.587	2.203	30.377	-0.376	0.243	0.179
O	0.827	6.579	1.137	-0.017	0.172	-0.545
O	6.172	3.37	28.657	-0.195	-0.441	-0.179
O	10.797	5.138	33.116	0.44	0.221	-0.043
O	7.541	9.722	28.246	0.412	-0.282	0.372
O	7.796	14.076	1.82	0.074	0.09	-0.01
O	11.451	4.491	30.035	-0.026	-0.323	0.339
O	32.432	8.788	29.916	0.49	0.036	-0.485
O	16.99	-0.926	25.462	-0.029	-0.34	0.462
O	12.518	3.844	1.636	0.159	0.019	-0.089
O	47.577	12.588	27.974	-0.062	0.581	0.115
O	52.124	5.921	25.757	0.222	-0.018	0.127
O	20.938	3.814	1.115	-0.283	0.276	0.433
O	18.512	11.801	0.234	0.14	-0.161	-0.093
O	12.539	12.175	31.883	0.595	0.094	0.048
O	28.973	2.79	32.429	-0.195	0.444	-0.125
O	22.712	8.193	33.351	0.341	0.304	-0.419
O	16.173	3.921	1.191	-0.605	0.168	-0.219
O	16.523	-1.829	32.956	-0.421	-0.391	-0.36
O	20.99	1.66	25.464	0.566	0.109	0.006
O	9.643	2.443	0.477	-0.39	0.037	0.087
O	20.246	8.026	31.375	0.346	-0.114	0.263
O	36.83	6.49	0.924	0.14	0.141	-0.175
O	18.578	7.049	29.68	0.093	-0.228	-0.031
O	42.542	3.931	31.213	-0.057	0.184	-0.517
O	20.331	11.458	32.237	0.705	-0.071	-0.296
O	1.119	-2.945	30.039	-0.125	-0.117	0.541
O	23.697	0.529	27.654	0.183	-0.022	0.192
O	23.841	10.474	27.144	0.421	0.22	-0.227
O	22.532	9.408	30.91	-0.279	-0.045	0.285
O	45.83	1.478	0.084	-0.261	-0.235	0.174
O	55.607	1.867	30.065	0.1	-0.326	-0.488
O	54.11	1.525	1.586	0.775	0.076	-0.305
O	10.219	10.992	31.562	-0.048	-0.118	-0.116
O	24.51	10.672	29.691	0.573	-0.075	0.018
O	18.365	6.023	32.004	0.365	-0.106	0.344
O	27.834	10.67	27.526	0.209	-0.165	0.331
O	35.144	4.119	25.757	0.092	-0.305	0.595
O	18.246	6.684	0.084	-0.038	0.212	0.223
O	29.02	7.675	32.435	-0.41	-0.005	-0.03
O	4.612	1.307	0.183	0.042	0.24	-0.043
O	36.358	9.582	32.978	-0.289	0.362	0.265
O	45.355	13.054	29.762	0.333	0.209	0.007
O	29.655	12.578	27.602	0.122	-0.103	-0.458
O	21.491	9.315	27.144	-0.114	0.17	0.522
O	-0.215	9.792	31.811	-0.288	-0.074	-0.167
O	41.484	-0.629	26.504	-0.015	-0.259	-0.131
O	28.621	0.401	33.39	0.015	-0.294	-0.599
O	36.222	2.711	30.735	-0.056	0.284	-0.239
O	49.471	7.855	29.283	0.197	0.544	-0.42
O	23.279	4.029	25.952	0.117	-0.225	0.121
O	30.042	9.391	30.697	-0.451	0.439	0.067
O	50.226	-1.905	30.355	-0.407	-0.161	0.239
O	25.462	-1.297	27.093	0.343	-0.259	-0.314
O	34.574	12.365	0.76	-0.243	0.357	0.412
O	2.261	2.713	0.042	-0.079	0.292	0.403
O	9.184	3.113	32.51	-0.341	-0.323	-0.141
O	38.743	-2.777	30.125	-0.095	0.215	-0.178
O	34.071	1.87	0.287	0.576	0.122	-0.326
O	42.958	0.108	30.167	0.173	0.387	0.264
O	16.19	5.088	33.252	0.118	0.355	0.321
O	40.369	5.047	32.18	0.158	0.518	0.174
O	13.613	-1.441	27.997	0.014	-0.479	-0.06
O	-1.336	-2.011	29.756	-0.134	0.192	-0.31
O	11.853	9.836	33.13	0.48	0.241	0.098
O	48.065	11.976	1.44	0.422	0.105	0.026
O	63.548	14.961	1.736	-0.418	-0.305	-0.324
O	23.528	9.244	1.269	-0.126	-0.081	-0.261
O	47.51	6.279	28.341	-0.051	-0.318	-0.511
O	43.647	-1.737	28.468	-0.173	0.086	0.009
O	62.083	10.656	1.071	0.688	0.202	-0.138
O	41.938	7.561	1.515	0.369	0.322	-0.17
O	49.199	3.043	30.996	0.092	-0.24	-0.192
O	58.76	6.89	31.86	0.096	-0.116	-0.036
O	61.181	6.826	30.769	0.053	0.218	-0.495
O	32.014	-3.579	33.157	0.148	0.33	0.256
O	45.201	9.484	25.965	-0.63	0.178	0.242
O	28.909	3.843	0.905	-0.054	-0.56	-0.237
O	18.133	14.217	1.526	-0.196	-0.039	-0.247
O	60.145	11.71	2.348	-0.255	0.153	-0.319
O	56.298	-0.156	31.616	-0.169	-0.282	-0.158
O	42.411	0.67	1.568	-0.37	0.165	-0.197
O	33.592	9.974	1.19	-0.148	-0.227	-0.216
O	43.159	0.239	33.071	-0.101	0.089	0.371
O	13.584	6.291	32.185	-0.507	-0.343	-0.055
O	30.503	-2.895	29.893	0.536	0.431	0.056
O	18.937	-0.775	33.031	0.609	-0.073	-0.414
O	60.173	15.636	0.001	0.028	-0.327	0.046
O	37.332	10.23	29.508	0.715	0.229	0.449
O	17.015	3.517	27.982	-0.282	0.083	0.282
O	58.334	4.931	26.979	0.516	-0.348	0.16
O	43.669	10.8	2.286	0.18	0.012	-0.562
O	21.151	1.192	28.051	-0.144	-0.257	0.17
O	52.917	6.234	29.587	0.366	-0.019	0.009
O	59.92	9.385	27.523	-0.174	0.393	-0.343
O	60.261	1.841	31.798	0.135	-0.226	0.006
O	16.113	11.122	0.802	-0.282	-0.115	0.111
O	44.85	5.993	28.611	-0.12	0.26	0.108
O	13.62	0.776	32.462	0.107	-0.118	-0.284
O	4.61	0.169	32.083	-0.566	-0.082	0.031
O	-0.669	12.068	25.901	-0.454	0.099	0.179
O	37.438	7.957	31.251	0.505	0.164	0.377
O	-1.761	9.295	29.832	0.137	-0.637	0.188
O	56.522	3.796	28.554	0.452	-0.064	0.389
O	22.267	11.72	28.838	0.158	0.458	0.047
O	-1.359	11.837	30.535	0.377	0.05	-0.119
O	35.184	7.239	32.256	-0.182	-0.122	0.449
O	45.066	7.098	32.783	0.343	-0.007	0.105
O	31.96	12.043	1.285	-0.044	-0.226	-0.175
O	3.319	6.434	0.43	0.029	0.106	-0.228
O	51.438	10.533	28.295	-0.302	-0.364	0.386
O	11.894	14.747	1.377	0.186	-0.017	-0.167
O	5.855	11.341	29.489	-0.042	-0.098	0.802
O	2.313	9.369	31.185	-0.044	0.325	-0.401
O	20.977	-2.345	31.86	0.15	0.278	-0.124
O	17.485	6.172	27.511	0.147	0.267	0.045
O	47.496	10.57	29.864	-0.376	-0.368	0.117
O	7.421	5.374	27.559	-0.51	0.278	0.101
O	57.818	7.257	27.997	0.027	-0.245	0.191
O	53.153	8.786	29.19	0.248	-0.045	-0.366
O	8.893	4.213	30.105	-0.11	-0.023	-0.158
O	46.271	13.613	2.314	0.101	-0.095	-0.224
O	37.778	4.984	32.543	0.05	0.148	0.023
O	7.739	6.923	0.749	-0.072	0.383	-0.242
O	-0.81	9.883	27.413	0.263	-0.558	0.058
O	38.742	4.093	1.511	-0.083	0.465	-0.408
O	42.404	14.566	0.359	0.419	-0.085	-0.452
O	0.869	2.407	31.712	0.122	0.068	-0.071
O	37.086	1.992	1.372	-0.257	-0.242	-0.131
O	45.042	4.776	31.489	0.166	-0.144	0.233
O	59.775	11.287	29.252	-0.487	0.166	0.614
O	6.291	12.481	33.336	-0.383	0.056	-0.3
O	6.191	6.927	33.394	0.229	0.268	-0.472
O	12.691	-1.711	32.927	-0.094	0.016	0.216
O	7.273	0.115	32.27	0.422	0.003	0.344
O	21.694	11.022	2.091	-0.045	-0.128	-0.409
O	11.826	2.693	32.926	-0.072	-0.033	-0.099
O	0.226	-0.958	31.512	0.244	0.437	0.104
O	8.437	11.568	29.845	0.261	-0.027	-0.118
O	16.155	10.22	33.116	-0.165	0.357	-0.201
O	-2.624	-2.731	32.048	0.172	-0.187	0.244
O	47.134	-1.578	26.566	-0.543	0.116	0.004
O	60.848	12.745	27.256	0.471	-0.064	-0.204
O	13.535	-2.024	30.519	0.433	-0.3	-0.108
O	18.475	-3.092	31.813	-0.337	-0.498	-0.301
O	51.494	7.91	31.033	-0.016	0.039	0.322
O	20.231	3.913	32.722	-0.324	0.408	-0.333
O	24.165	1.461	32.189	0.111	0.447	0.075
O	58.853	13.253	25.776	-0.15	0.458	0.285
O	9.875	5.946	28.367	0.595	0.043	0.036
O	55.039	11.282	1.988	-0.108	-0.355	-0.161
O	18.015	11.929	25.825	-0.084	0.383	-0.207
O	44.556	15.508	1.413	0.395	-0.01	-0.443
O	47.876	10.41	32.609	-0.273	-0.332	-0.093
O	-2.438	5.119	29.604	0.251	0.372	-0.063
O	29.743	4.493	27.587	0.562	-0.158	0.31
O	24.035	13.009	0.372	-0.151	-0.454	0.023
O	31.779	1.925	1.469	-0.443	0.045	-0.204
O	6.935	4.526	1.462	0.375	-0.277	-0.26
O	47.342	1.221	30.608	-0.041	0.236	-0.556
O	43.319	9.101	32.519	-0.371	-0.073	-0.343
O	15.276	5.07	26.75	-0.221	-0.079	0.224
O	43.298	11.98	28.641	0.081	-0.244	-0.195
O	53.75	11.572	33.357	-0.601	0.469	-0.227
O	24.358	6.36	32.429	0.133	-0.478	-0.08
O	21.594	7.631	29.194	-0.633	-0.162	-0.353
O	28.4	15.561	1.28	0.157	0.708	0.066
O	25.837	-1.769	29.686	-0.194	-0.166	0.424
O	36.155	3.183	33.397	-0.202	-0.508	0.222
O	28.902	-0.8	25.61	-0.117	-0.077	0.145
O	5.746	6.73	2.509	-0.508	-0.343	0.026
O	45.488	-0.207	31.853	-0.114	-0.602	0.345
O	26.559	6.792	28.04	-0.292	0.281	0.233
O	23.581	7.836	27.411	0.611	-0.35	0.134
O	47.84	8.896	1.63	0.082	0.299	0.21
O	2.537	13.833	2.849	-0.322	-0.264	0.345
O	32.535	7.972	32.473	0.052	-0.346	0.052
O	40.617	2.42	32.29	0.01	-0.192	0.622
O	26.225	11.212	25.513	-0.269	-0.054	0.324
O	35.333	-2.454	30.724	-0.504	0.036	-0.415
O	16.277	-0.042	2.205	0.154	-0.139	-0.553
O	14.385	1.834	1.657	0.059	0.319	-0.271
O	1.485	11.413	32.873	0.175	0.097	-0.449
O	0.82	-0.519	29.045	-0.313	0.075	-0.41
O	31.229	10.992	28.922	0.318	-0.459	-0.467
O	55.493	1.038	27.3	-0.095	0.134	0.249
O	27.204	5.517	2.074	-0.212	0.194	-0.204
O	8.31	1.68	30.47	0.276	0.096	-0.292
O	34.402	11.972	32.339	0.155	-0.069	0.169
O	16.669	11	27.925	0.03	0.372	0.357
O	9.985	6.446	30.951	-0.09	0.469	-0.371
O	43.426	0.763	27.688	-0.119	0.409	0.276
O	5.524	0.556	27.3	-0.022	0.322	0.197
O	65.112	1.979	0.704	-0.002	-0.36	-0.195
O	1.135	9.79	1.302	-0.258	0.269	-0.033
O	-2.196	5.594	32.191	0.273	-0.274	0.176
O	43.458	5.516	2.166	-0.174	0.175	-0.226
O	55.425	10.072	31.844	0.127	0.033	0
O	41.71	12.344	1.438	-0.219	-0.363	-0.34
O	18.949	8.401	27.519	0.168	0.344	0.165
O	37.283	1.411	28.662	-0.109	-0.194	-0.134
O	45.492	-0.043	29.256	0.221	0.391	-0.235
O	37.065	12.282	31.845	0.245	-0.503	0.412
O	62.973	2.908	2.1	-0.594	-0.161	0.061
O	61.655	4.146	0.244	-0.007	0.239	0.166
O	2.477	-2.454	27.884	0.069	0.642	0.188
O	40.764	12.211	29.172	-0.093	-0.12	-0.01
O	20.889	3.635	27.109	-0.422	0.376	-0.144
O	63.836	7.44	0.144	-0.107	0.58	0.186
O	57.025	-0.075	25.546	0.545	0.208	-0.228
O	24.534	12.82	28.163	-0.103	0.244	-0.26
O	12.707	0.415	29.581	-0.148	0.202	0.663
O	60.436	8.743	32.453	-0.372	0.067	0.399
O	52.627	10.288	0.867	0.692	0.164	0.008
O	53.145	1.355	28.432	0.006	0.453	-0.001
O	56.832	9.36	1.669	-0.029	-0.005	-0.712
O	51.606	1.215	30.514	-0.034	0.399	-0.38
O	60.704	1.294	27.174	-0.226	0.185	-0.242
O	55.586	8.427	27.593	0.057	-0.494	0.276
O	22.738	15.206	1.052	0.106	-0.064	-0.223
O	53.102	15.636	0.738	0.193	0.154	0.263
O	1.669	1.923	29.3	0.252	0.172	-0.384
O	25.244	0.772	25.532	-0.059	0.204	0.099
O	53.74	10.146	27.053	0.012	0.478	-0.024
O	24.339	10.802	32.305	0.493	-0.192	0.098
O	46.398	10.382	0.088	-0.689	-0.047	-0.371
O	38.311	1.155	31.161	-0.051	-0.605	0.574
O	51.439	1.961	33.054	-0.044	0.313	-0.316
O	3.539	10.377	0.317	0.173	-0.362	-0.106
O	-3.059	10.895	28.277	0.096	0.016	-0.004
O	29.884	1.154	30.454	0.19	-0.547	0.222
O	51.703	-0.699	32.19	0.163	0.015	0.521
O	2.551	5.298	2.682	0.482	-0.093	-0.081
O	57.494	-2.014	33.042	0.275	-0.208	-0.482
O	29.535	12.543	32.147	-0.288	-0.367	0.033
O	58.944	-0.464	31.546	0.008	-0.251	-0.388
O	40.582	1.24	29.927	0.09	0.24	-0.422
O	20.048	12.574	29.848	-0.271	0.334	-0.204
O	23.197	-3.257	32.852	0.415	0.074	-0.411
O	14.547	10.024	29.076	-0.335	0.358	0.033
O	10.023	7.8	33.164	-0.268	0.064	0.049
O	54.097	7.808	31.43	0.072	-0.197	0.581
O	40.771	9.121	26.374	0.153	-0.327	-0.004
O	45.192	12.993	27.091	-0.16	-0.288	-0.321
O	4.121	7.715	32.091	-0.019	-0.048	-0.194
O	18.896	2.111	31.431	-0.071	-0.127	-0.403
O	53.612	11.346	29.456	0.192	-0.158	0.044
O	17.027	3.951	31.029	-0.298	-0.045	-0.818
O	22.802	0.814	30.065	-0.097	-0.187	-0.247
O	16.804	10.467	30.532	-0.125	0.291	-0.096
O	3.081	8.014	27.344	-0.586	0.244	-0.029
O	8.138	0.574	27.92	-0.049	-0.253	0.58
O	17.861	9.371	1.278	0.077	-0.162	-0.041
O	43.98	-2.761	31.958	-0.358	0.272	-0.244
O	23.895	6.634	29.808	0.091	-0.387	-0.136
O	7.985	2.372	2.526	-0.168	-0.245	-0.421
O	31.515	2.448	32.137	-0.118	0.378	-0.016
O	50.889	14.544	1.608	-0.053	-0.321	-0.252
O	26.118	-0.363	31.872	0.133	-0.447	0.14
O	7.729	10.05	1.042	-0.128	-0.279	-0.143
O	34.897	-0.934	32.776	0.106	0.059	-0.121
O	28.36	6.414	26.236	0.008	0.344	-0.314
O	38.25	-0.088	2.337	0.001	-0.094	-0.238
O	7.716	10.67	32.272	-0.037	-0.341	-0.175
O	34.694	4.621	31.849	-0.52	0.034	0.38
O	58.47	13.659	1.689	0.21	0.075	-0.575
O	6.684	3.568	31.241	0.003	0.309	0.614
O	53.885	6.026	1.88	-0.147	-0.325	-0.136
O	9.862	0.539	2.258	-0.157	-0.757	0.146
O	36.526	4.068	0.003	-0.348	-0.129	-0.089
O	37.035	1.385	25.956	-0.108	0.151	0.153
O	23.063	2.948	28.381	0.178	0.318	0.514
O	52.257	3.212	2.294	-0.16	0.104	-0.549
O	35.132	10.786	28.274	-0.306	0.327	0.103
O	16.625	8.476	28.691	-0.261	-0.329	-0.084
O	16.346	1.365	31.297	-0.332	0.049	0.14
O	58.154	0.679	27.916	-0.119	0.119	0.508
O	-2.808	10.378	32.049	0.034	0.494	0.022
O	33.792	15.603	1.152	0.215	-0.413	-0.383
O	31.309	-1.35	26.327	-0.017	0.243	-0.255
O	49.948	7.282	1.27	0.152	-0.001	-0.146
O	54.375	1.508	32.357	-0.672	-0.068	-0.007
O	38.744	5.955	30.285	0.524	0.281	-0.165
O	45.867	8.306	28.189	-0.331	0.459	0.485
O	36.202	11.477	25.894	-0.264	0.266	-0.205
O	-2.176	1.435	25.984	0.22	-0.05	0.172
O	50.675	13.076	28.115	0.101	0.29	0.105
O	52.32	8.253	2.427	-0.428	-0.331	0.012
O	9.731	5.239	0.349	-0.109	-0.112	-0.028
O	53.916	-0.144	30.381	-0.121	-0.6	0.243
O	26.205	14.372	0.602	-0.062	0.445	0.395
O	30.011	13.667	2.061	-0.001	-0.066	-0.352
O	8.677	-0.956	30.4	0.127	-0.074	-0.568
O	17.566	1.108	29.088	0.567	-0.274	0.159
O	58.421	3.673	31.517	0.006	-0.098	-0.438
O	12.89	2.915	28.578	0.322	0.325	-0.487
O	55.018	12.59	31.224	0.344	0.409	0.02
O	13.447	7.029	26.681	0.053	0.012	0.376
O	46.21	7.034	30.506	0.246	0.654	0.049
O	34.104	2.115	32.103	0.111	-0.254	-0.192
O	42.252	10.967	30.937	-0.411	-0.011	-0.022
O	39.077	3.482	30.559	-0.245	0.121	-0.347
O	44.306	3.513	29.297	0.063	-0.445	-0.18
O	28.471	7.424	29.81	-0.039	0.165	-0.5
O	5.851	15.926	1.812	0.089	0.567	0.16
O	35.343	8.19	2.04	0.123	0.104	-0.382
O	49.891	5.186	32.339	0.47	-0.25	0.296
O	9.336	5.747	25.742	-0.086	-0.653	-0.039
O	17.665	8.42	31.823	-0.15	-0.302	0.116
O	53.698	-0.83	27.021	-0.609	0.091	-0.288
O	30.087	3.719	30.202	0.227	0.293	0.161
O	27.12	13.207	27.807	0.123	0.405	-0.678
O	56.082	4.256	1.563	-0.557	-0.477	-0.163
O	49.463	0.679	32.03	-0.349	-0.393	0.359
O	40.185	14.555	1.68	0.122	-0.07	-0.374
O	47.297	5.689	32.422	0.044	-0.658	-0.114
O	9.71	-0.902	32.839	0.446	0.269	-0.125
O	12.371	9.903	30.53	-0.248	-0.082	-0.134
O	59.692	1.333	1.664	-0.089	0.282	-0.277
O	4.315	10.337	27.594	0.1	0.234	-0.323
O	45.928	7.697	0.374	-0.121	-0.456	-0.001
O	13.913	5.198	29.72	0.434	-0.017	-0.699
O	44.41	2.17	31.576	0.23	-0.009	-0.06
O	61.657	13.021	29.732	-0.505	0.313	-0.047
O	53.203	13.124	1.187	-0.03	-0.3	0.027
O	53.972	3.863	29.335	0.015	-0.08	-0.018
O	23.306	5.263	0.439	-0.055	0.247	0.402
O	49.799	9.936	30.914	0.674	0.144	-0.013
O	58.657	5.09	1.467	0.578	0.222	0.265
O	0.194	13.314	1.07	0.353	-0.348	-0.018
O	39.063	0.196	27.141	-0.062	0.089	0.424
O	39.917	9.219	1.167	-0.16	0.229	-0.435
O	40.831	2.636	2.28	-0.034	0.136	-0.661
O	-0.548	3.3	29.695	-0.024	-0.05	0.268
O	12.089	-1.45	25.914	-0.171	-0.107	0.551
O	32.162	10.975	31.294	-0.009	0.182	-0.33
O	17.082	2.711	33.322	0.308	-0.389	0.436
O	55.906	4.266	31.038	-0.241	0.631	-0.02
O	4.465	4.051	0.139	0.164	-0.094	0.418
O	4.048	-1.211	26.078	0.552	-0.162	-0.334
O	28.325	12.024	29.806	-0.327	-0.515	0.23
O	54.585	-2.699	28.696	0.506	0.29	0.215
O	44.789	11.098	31.517	0.55	-0.185	0.048
O	48.747	12.424	31.056	0.571	0.222	0.001
O	47.445	10.116	27.258	0.408	0.311	-0.292
O	36.059	5.994	30.11	0.116	-0.354	-0.202
O	3.058	5.456	28.019	0.383	-0.363	0.091
O	40.946	-1.432	29.535	0.088	0.193	-0.309
O	58.166	7.445	0.321	0.228	0.342	-0.289
O	47.45	-1.424	30.586	-0.025	-0.124	-0.552
O	49.087	5.013	0.455	-0.327	-0.176	0.321
O	32.848	2.651	25.027	-0.218	-0.042	0.158
O	16.24	1.177	26.958	-0.213	-0.014	0.393
O	13.833	7.768	30.059	-0.137	0.062	-0.14
O	30.806	1.107	25.803	0.125	0.365	0.129
O	11.963	1.36	1.007	0.265	-0.498	0.22
O	21.475	1.649	32.131	0.103	-0.04	0.083
O	-2.339	8.059	32.965	0.159	0.182	-0.238
O	-2.906	8.349	27.628	0.481	-0.556	-0.092
O	35.991	0.101	30.563	-0.28	-0.083	-0.224
O	17.588	-0.91	30.716	0.181	-0.184	-0.406
O	3.37	-0.075	29.878	0.151	-0.716	0.059
O	5.281	12.43	0.119	0.496	-0.109	-0.006
O	60.322	0.435	29.574	0.43	0.203	0.111
O	22.477	5.513	27.954	-0.085	0.089	0.039
O	33.443	6.421	30.485	-0.3	-0.391	-0.487
O	4.32	8.638	29.587	0.326	0.062	0.217
O	51.613	4.157	30.546	0.163	-0.203	0.628
O	25.036	8.578	31.163	0.547	0.307	0.255
O	55.597	-2.228	26.137	0.214	-0.581	-0.017
O	49.431	5.288	29.746	-0.06	-0.298	0.033
O	-2.639	2.895	28.14	-0.008	-0.152	0.295
O	5.705	8.162	27.268	-0.322	-0.312	-0.29
O	-0.876	4.806	27.553	-0.16	0.224	0.051
O	48.102	0.915	1.181	0.105	0.074	-0.31
O	28.532	2.389	28.576	-0.624	0.026	-0.499
O	12.865	9.504	25.754	0.29	0.474	0.489
O	52.693	-2.761	30.64	-0.006	0.191	0.139
O	37.121	9.426	27.055	0.256	-0.373	-0.323
O	49.907	11.183	26.31	-0.119	-0.022	-0.242
O	8.587	11.129	24.96	-0.042	0.096	0.452
O	39.472	-3.269	32.629	0.341	-0.002	-0.155
O	44.725	3.589	1.028	-0.438	-0.065	-0.197
O	33.675	-2.251	25.677	0.281	-0.344	0.478
O	18.474	2.792	0.958	-0.157	-0.176	0.349
O	27.558	0.216	29.643	-0.348	0.13	-0.326
O	56.452	7.842	32.7	-0.203	0.191	0.342
O	26.553	1.972	33.019	-0.426	0.415	-0.228
O	49.92	6.135	27.284	-0.404	0.422	-0.471
O	3.207	11.896	29.408	-0.04	-0.19	0.618
O	51.81	-0.831	28.796	0.237	-0.019	-0.014
O	12.282	8.776	28.148	-0.424	-0.085	-0.054
O	10.978	-2.204	30.947	0.046	0.034	-0.582
O	13.528	3.035	31.056	0.237	-0.26	-0.14
O	7.412	12.155	27.467	0.302	-0.103	-0.563
O	36.698	13.916	0.271	0.339	0.021	0.249
O	57.612	9.822	28.635	-0.325	0.514	0.126
O	37.495	7.59	28.671	-0.334	-0.246	-0.634
O	61.584	-0.372	31.843	0.101	0.074	-0.142
O	8.731	-3.175	31.872	-0.47	-0.113	0.357
O	22.031	5.701	33.441	-0.038	0.203	-0.256
O	41.349	11.408	25.288	-0.012	-0.003	0.358

Results
total energy: -391693.645 eV
total energy less fixed offsets of O -438.35, Si -107.03 eV per atom: 15.255 eV
